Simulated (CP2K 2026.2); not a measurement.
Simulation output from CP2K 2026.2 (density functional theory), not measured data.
Periodic cell of 1996 atoms, Si1440O556, from a study of silicon, its oxide and their interface. The atomic structure is a simulated model.
Doubt: the forces sum to 2.61 eV/angstrom along one axis rather than to zero, so they err by at least 0.0013 eV/angstrom per atom on average; the grid cutoff is modest.

Settings
functional: PBE
method: Gaussian and plane waves
basis set: DZVP-MOLOPT-SR-GTH
pseudopotentials: GTH-PBE
grid cutoff: 350 Ry, relative cutoff 50 Ry
k points: Gamma only
occupations: fixed
spin: none
net charge: 0

Cell vectors (angstrom)
a 65.28 0 0
b 0 16.32 0
c -1.9364 -1.5759 33.3036

Atoms and the computed forces on them: element, x, y, z (angstrom), force x, y, z (eV/angstrom)
Si 1.338 15.444 1.535 -0.008 -0.35 0.751
Si 3.759 2.005 1.166 0.301 -0.318 0.168
Si 1.444 4.163 1.483 -0.32 0.424 0.288
Si 3.324 7.128 0.311 -0.029 -0.143 0.166
Si 0.688 10.136 1.37 0.113 0.075 -0.025
Si 4.128 12.081 1.321 -0.266 0.095 0.714
Si 7.485 14.927 1.286 0.207 0.217 0.614
Si 9.46 1.508 1.708 0.207 -0.037 0.658
Si 7.324 3.823 1.373 -0.301 0.209 0.714
Si 10.136 6.454 1.477 0.085 0.001 -0.02
Si 5.373 9.316 0.752 0.208 -0.185 0.543
Si 9.269 12.3 1.245 0.405 0.147 0.543
Si 12.537 14.116 0.525 0.133 -0.219 0.239
Si 14.019 0.412 0.667 0.057 0.114 0.63
Si 11.773 4.625 1.485 -0.199 0.198 0.556
Si 14.157 7.362 1.676 0.04 0.1 -0.044
Si 12.396 8.971 1.766 0.363 -0.018 0.47
Si 14.658 12.139 1.79 0.062 0.178 0.57
Si 16.577 15.1 0.18 -0.037 0.012 0.072
Si 18.666 0.735 0.168 0.348 0.006 0.58
Si 16.964 3.047 1.048 -0.409 -0.127 0.528
Si 19.039 5.176 0.7 -0.012 0.409 0.444
Si 16.531 9.615 1.265 -0.38 -0.355 0.483
Si 17.297 10.165 32.966 -0.005 0.071 0.087
Si 19.61 12.042 32.691 -0.065 -0.038 -0.013
Si 25.559 16.238 0.411 -0.466 -0.197 0.29
Si 19.793 2.404 33.068 0.026 0.008 0.144
Si 22.308 4.315 32.948 0.057 0.039 0.024
Si 22.987 8.718 0.112 -0.043 0.062 0.056
Si 26.555 11.532 1.317 0.003 -0.047 -0.001
Si 28.256 14.709 1.337 0.12 0.056 0.672
Si 31.327 0.999 1.171 -0.447 0.274 0.111
Si 27.16 2.476 0.343 0.236 0.365 0.579
Si 30.932 6.198 1.225 0.01 0.152 0.657
Si 28.224 9.847 1.174 -0.009 0.469 0.472
Si 31.469 11.81 1.455 -0.441 0.349 0.191
Si 33.694 15.2 1.137 0.434 -0.366 0.235
Si 37.096 1.151 1.467 -0.011 -0.089 0.458
Si 33.159 3.954 0.722 0.427 0.007 0.371
Si 35.1 5.225 0.643 -0.433 -0.076 0.439
Si 33.564 9.485 1.126 0.148 -0.247 0.613
Si 36.505 12.142 1.175 0.148 -0.017 0.763
Si 37.923 13.641 2.399 0.025 -0.013 -0.01
Si 41.515 1.746 1.325 -0.069 0.291 0.503
Si 39.998 3.643 1.274 0.012 -0.005 -0.035
Si 42.532 6.453 1.404 -0.158 0.144 0.818
Si 39.397 9.054 1.044 -0.016 -0.032 -0.225
Si 42.281 11.568 0.85 -0.478 -0.218 0.457
Si 44.543 13.897 33.122 0.045 -0.033 0.15
Si 48.842 0.911 0.269 -0.066 0.166 0.076
Si 44.531 4.061 1.004 -0.174 -0.406 0.428
Si 46.662 5.55 2.638 0.214 0.372 0.401
Si 44.771 9.65 1.253 0.301 -0.114 0.687
Si 47.65 12.865 1.338 -0.143 -0.168 0.594
Si 50.746 15.058 1.513 -0.134 -0.169 0.722
Si 53.624 0.883 1.805 0.237 -0.013 0.49
Si 50.544 4.797 1.252 0.5 0.303 0.191
Si 53.806 6.432 1.794 0.213 -0.101 0.456
Si 51.295 10.201 0.676 -0.133 -0.238 0.496
Si 54.798 12.307 0.68 -0.326 0.137 0.451
Si 55.345 15.556 1.791 -0.122 0.091 0.499
Si 58.467 1.162 1.843 -0.134 0.308 0.642
Si 55.392 4.648 1.527 -0.059 -0.006 -0.075
Si 58.053 7.438 1.564 0.141 -0.188 0.789
Si 56.059 9.782 1.812 -0.021 0.087 0.518
Si 59.418 13.48 0.641 -0.055 -0.181 0.491
Si 60.967 15.907 0.759 0.652 0.111 0.312
Si 64.22 1.121 1.506 -0.079 0.218 0.737
Si 61.774 4.494 1.11 0.095 0.112 0.566
Si 63.695 7.213 1.715 0.14 0.061 0.768
Si 61.451 9.329 1.549 -0.075 0.251 0.713
Si 64.363 11.917 1.715 0.008 0.094 -0.012
Si 2.831 0.346 2.772 0.058 0.112 -0.068
Si 5.483 2.886 2.586 0.014 -0.059 -0.032
Si 2.786 5.562 2.799 -0.431 -0.227 0.269
Si 5.992 8.838 2.938 -0.032 0.024 0.002
Si 2.566 10.952 2.626 -0.05 -0.041 0.017
Si 5.258 13.598 2.729 -0.215 -0.385 0.399
Si 8.264 -0.012 2.974 -0.052 -0.057 -0.048
Si 10.922 2.894 2.842 0.005 0.013 -0.077
Si 8.318 5.516 2.668 -0.004 0.015 -0.033
Si 10.841 7.999 3.129 -0.04 -0.059 0.037
Si 7.74 10.525 3.102 -0.224 -0.183 0.461
Si 10.698 13.398 2.854 -0.399 -0.326 0.221
Si 14.151 0.683 2.952 0.012 -0.03 -0.088
Si 15.88 2.379 2.981 -0.037 0.034 -0.02
Si 13.43 5.51 2.849 -0.032 -0.055 -0.005
Si 15.895 8.227 2.954 0.046 -0.039 0.002
Si 13.306 10.769 2.995 -0.069 -0.018 0.039
Si 16.109 13.669 2.825 -0.349 -0.416 0.356
Si 19.475 0.796 2.465 -0.026 -0.007 -0.022
Si 21.317 2.482 2.536 -0.199 -0.194 0.485
Si 19.507 6.223 2.704 0.031 -0.012 0.031
Si 21.333 7.869 2.608 -0.112 -0.173 0.438
Si 18.954 10.924 2.472 -0.002 0.023 0.788
Si 22.123 14.408 2.449 0.295 0.09 0.495
Si 24.116 15.872 2.387 -0.021 -0.005 -0.025
Si 27.74 3.288 2.519 -0.007 -0.06 -0.066
Si 25.086 6.062 2.695 0.181 0.234 0.649
Si 26.88 7.734 2.861 -0.285 -0.275 0.358
Si 24.559 10.643 2.005 0.458 0.267 -0.284
Si 27.136 13.3 2.753 0.019 0.039 -0.024
Si 29.793 16.144 2.506 -0.019 -0.015 -0.027
Si 32.452 2.619 2.518 -0.038 0.034 -0.033
Si 29.513 5.032 2.731 -0.053 -0.035 -0.045
Si 32.381 7.873 2.437 -0.031 -0.099 0.01
Si 29.852 10.666 2.704 -0.074 0.058 -0.065
Si 32.664 13.534 2.544 0 0.011 0.02
Si 35.29 0.023 2.513 0.052 -0.093 -0.025
Si 38.2 2.814 2.652 0.011 0.049 -0.005
Si 35.721 5.91 2.711 -0.323 -0.341 0.245
Si 38.042 8.013 2.694 0.417 0.356 0.214
Si 35.268 10.633 2.477 -0.064 -0.028 0.018
Si 38.697 15.689 1.372 -0.111 -0.048 0.538
Si 40.575 0.065 2.646 -0.008 -0.054 -0.091
Si 43.364 2.696 2.522 -0.024 -0.033 -0.08
Si 40.898 5.332 2.669 -0.034 0.028 -0.037
Si 43.666 8.092 2.64 -0.002 -0.012 0.02
Si 40.732 10.6 2.365 0.067 0.073 -0.032
Si 43.481 13.667 2.757 -0.149 -0.254 0.604
Si 45.531 16.078 2.441 -0.223 0.574 0.329
Si 48.927 2.501 2.799 -0.128 -0.107 0.627
Si 48.353 6.978 1.539 -0.126 0.035 0.61
Si 49.342 8.423 3.103 -0.016 0.044 -0.047
Si 46.314 11.06 2.456 0.084 -0.055 -0.028
Si 49.235 13.693 2.81 0.126 -0.034 0.034
Si 51.906 -0.036 3.064 0.055 -0.007 -0.018
Si 54.494 2.821 2.805 0.026 -0.014 0.024
Si 51.943 5.588 2.921 -0.023 0.082 0.004
Si 54.603 8.289 2.981 0.025 0.108 0.022
Si 51.078 10.099 2.964 0.071 0.001 0.009
Si 54.543 13.543 2.733 0.064 -0.021 -0.014
Si 57.028 0 3.162 -0.044 -0.049 0
Si 59.86 2.731 2.828 -0.348 -0.094 0.374
Si 57.085 5.645 2.816 0.007 0.05 -0.041
Si 59.81 8.299 2.88 -0.035 -0.007 -0.036
Si 57.428 11.191 3.139 0.082 0.036 -0.038
Si 59.125 12.958 2.904 -0.026 0.028 0.006
Si 62.499 0.041 2.619 -0.058 -0.035 -0.072
Si -0.025 2.852 2.743 -0.019 -0.015 -0.044
Si 62.599 5.605 2.953 -0.044 -0.036 -0.085
Si -0.025 8.445 2.853 -0.002 -0.031 0.06
Si 62.59 10.91 2.89 -0.033 -0.023 -0.063
Si 0.132 13.731 2.745 0.012 0.035 -0.032
Si 1.376 1.559 4.148 -0.047 -0.027 0.089
Si 4.184 4.204 4.107 0.025 -0.043 -0.063
Si 1.395 6.98 4.086 0.016 -0.009 0.01
Si 4.069 9.695 4.074 0.031 -0.004 -0.032
Si 1.404 12.35 4.149 0.021 0.027 -0.016
Si 4.047 15.094 4.099 -0.004 0.006 -0.004
Si 6.727 1.417 4.062 -0.006 0.049 -0.02
Si 9.523 4.184 4.219 0.016 0.034 -0.02
Si 6.907 6.918 4.015 -0.033 0.004 -0.054
Si 9.465 9.489 4.31 0.002 0.073 -0.025
Si 6.723 12.36 4.183 -0.012 0.04 -0.017
Si 9.589 14.943 4.267 0.025 -0.032 -0.048
Si 12.332 1.559 4.148 -0.02 -0.017 0.018
Si 14.918 4.187 4.114 -0.003 0.01 0.015
Si 12.257 6.772 4.454 0.003 0.004 -0.082
Si 14.801 9.638 4.389 -0.022 -0.038 -0.071
Si 12.084 12.231 4.298 -0.001 -0.004 0.004
Si 14.953 15.146 4.185 -0.006 -0.011 0.006
Si 17.751 1.468 4.03 0.051 -0.057 -0.012
Si 20.387 4.27 3.866 -0.039 0.006 0.023
Si 17.642 6.995 3.978 -0.011 -0.053 -0.015
Si 20.362 9.62 3.873 -0.028 0.013 -0.039
Si 17.656 12.317 3.955 0.029 -0.019 -0.058
Si 20.381 15.304 3.742 -0.04 -0.061 -0.011
Si 23.115 1.365 3.696 0.022 -0.033 -0.041
Si 25.964 4.187 3.859 -0.029 0.02 -0.098
Si 23.158 6.882 3.871 -0.022 -0.013 -0.009
Si 25.9 9.295 4.298 0.514 -0.272 0.219
Si 22.913 12.493 3.634 -0.216 0.275 0.432
Si 25.716 14.851 3.858 -0.006 0.018 -0.005
Si 28.564 1.395 3.799 -0.009 0.019 -0.014
Si 31.198 3.97 3.971 0.031 0.027 0.058
Si 28.523 6.654 4.099 0.024 0.055 0.009
Si 31.239 9.297 3.954 0.049 -0.013 0.058
Si 28.613 12.117 4.087 0.051 -0.071 -0.007
Si 31.23 14.865 3.896 0.018 -0.06 0.017
Si 33.955 1.38 3.866 -0.011 -0.005 0.043
Si 36.764 4.168 3.928 -0.036 -0.02 0.005
Si 33.941 6.828 3.916 -0.039 0.018 -0.005
Si 36.702 9.487 3.949 0.059 -0.007 -0.025
Si 34.033 12.14 3.873 -0.021 0.002 0.03
Si 36.622 14.926 3.908 0.008 0.044 -0.067
Si 39.386 1.414 4.12 0.016 0.034 -0.004
Si 42.208 4.036 4.069 -0.025 -0.02 -0.007
Si 39.505 6.713 3.986 -0.008 0.042 -0.028
Si 42.154 9.417 3.898 0.003 0.03 -0.021
Si 39.403 12.196 3.683 -0.036 -0.054 -0.053
Si 41.961 14.968 3.958 0.066 -0.018 0
Si 44.673 1.338 3.904 0.04 0.014 -0.006
Si 47.611 3.965 4.101 0.025 0.001 0.001
Si 45.048 6.743 3.971 0.026 -0.027 -0.005
Si 47.565 9.64 4.037 -0.047 0.047 0.002
Si 44.863 12.171 3.985 -0.033 0.07 -0.005
Si 47.789 14.859 4.199 0.213 -0.301 0.395
Si 50.353 1.273 4.217 -0.033 0.046 -0.029
Si 53.042 4.006 4.234 0.009 0.009 -0.029
Si 50.433 6.76 4.316 0.021 -0.04 0.097
Si 52.968 9.399 4.216 -0.027 0.015 -0.041
Si 50.32 12.062 4.094 0.005 0.003 -0.045
Si 53.116 14.729 4.245 -0.016 0.012 0.08
Si 55.742 1.496 4.35 -0.059 -0.016 -0.06
Si 58.516 4.216 4.097 0.01 -0.017 -0.043
Si 55.801 6.843 4.366 0.036 -0.055 0.014
Si 58.547 9.576 4.386 -0.039 -0.043 -0.004
Si 55.77 12.302 4.32 -0.012 0.007 0.008
Si 58.394 14.8 4.264 0.072 0.004 -0.053
Si 61.222 1.349 4.151 0.002 0.018 -0.002
Si 63.928 4.145 4.183 0.054 -0.001 0.001
Si 61.109 6.868 4.235 0.006 -0.004 -0.004
Si 63.884 9.609 4.335 0.015 -0.017 -0.035
Si 61.074 12.222 4.122 -0.028 0.057 -0.058
Si 63.847 14.978 4.022 0.002 -0.028 -0.001
Si -0.038 0.081 5.397 -0.009 0.013 -0.025
Si 2.776 2.868 5.494 -0.049 0.024 -0.004
Si 0.055 5.545 5.465 0.022 -0.01 0.01
Si 2.778 8.286 5.469 -0.029 -0.018 -0.005
Si 0.029 11.007 5.549 0.004 -0.02 -0.029
Si 2.722 13.726 5.51 0.029 -0.018 0.006
Si 5.427 0.078 5.488 0.019 -0.004 -0.006
Si 8.114 2.775 5.462 -0.029 -0.029 -0.037
Si 5.523 5.585 5.43 -0.021 0.009 0.025
Si 8.13 8.148 5.627 -0.018 -0.023 0.015
Si 5.337 11.044 5.553 -0.029 -0.005 -0.049
Si 8.132 13.658 5.569 0.017 -0.042 0.009
Si 10.972 0.095 5.474 0.005 -0.016 -0.003
Si 13.611 2.882 5.583 0.005 0.02 -0.013
Si 10.841 5.447 5.702 -0.008 -0.029 -0.025
Si 13.559 8.222 5.727 0.012 -0.015 0.04
Si 10.781 10.889 5.659 0.017 0.029 0.023
Si 13.541 13.719 5.47 0.014 -0.012 -0.011
Si 16.466 0.07 5.473 -0.042 0.007 -0.026
Si 19.046 2.928 5.327 -0.012 0.012 -0.023
Si 16.367 5.551 5.376 0.008 0.01 0.022
Si 18.999 8.337 5.349 0.003 0.009 -0.018
Si 16.328 11.03 5.474 0.018 0.056 -0.018
Si 19.096 13.763 5.168 0.014 -0.028 -0.011
Si 21.79 0.12 5.242 0.007 0.005 0.05
Si 24.503 2.74 5.073 -0.007 -0.009 0.007
Si 21.848 5.465 5.257 -0.018 0.051 -0.018
Si 24.401 8.055 5.521 0.014 -0.085 0.007
Si 21.768 11.002 5.146 0.069 0.002 0.001
Si 24.412 13.507 5.225 -0.06 -0.039 -0.02
Si 27.136 -0.004 5.114 0.027 -0.007 -0.019
Si 29.913 2.587 5.342 -0.034 0.005 -0.033
Si 27.174 5.363 5.471 -0.003 0.011 0.047
Si 29.907 8.036 5.377 0.002 -0.007 0.007
Si 27.255 10.792 5.445 -0.019 0.028 0.009
Si 29.941 13.549 5.348 0.003 0.019 0.008
Si 32.621 -0.046 5.222 -0.026 -0.009 -0.008
Si 35.353 2.737 5.219 0.006 0.032 0.003
Si 32.634 5.369 5.248 0.007 -0.006 0.004
Si 35.311 8.159 5.316 0.004 -0.042 -0.002
Si 32.617 10.786 5.221 0.011 0.023 0.004
Si 35.342 13.517 5.281 -0.014 -0.003 -0.002
Si 37.992 -0.045 5.31 -0.016 -0.001 0.046
Si 40.823 2.705 5.435 0.023 -0.005 0.007
Si 38.117 5.414 5.372 -0.022 -0.004 0.029
Si 40.839 8.098 5.321 0.014 -0.001 0.042
Si 38.09 10.898 5.204 0.011 0.02 0.014
Si 40.683 13.506 5.237 -0.022 -0.03 0.007
Si 43.391 -0.035 5.33 0.004 0.008 -0.004
Si 46.143 2.614 5.337 0.01 0.001 -0.011
Si 43.617 5.41 5.346 -0.001 0.006 -0.003
Si 46.263 8.171 5.372 0.063 0.007 0.006
Si 43.487 10.798 5.301 -0.01 -0.008 0.008
Si 46.225 13.533 5.401 0.041 -0.005 -0.067
Si 48.991 -0.044 5.584 -0.059 0.014 0.021
Si 51.656 2.68 5.572 -0.014 -0.04 0
Si 48.979 5.33 5.49 0.025 -0.026 0
Si 51.73 8.09 5.707 -0.016 0.011 0
Si 48.876 10.9 5.521 0.021 -0.026 0.014
Si 51.675 13.42 5.528 -0.056 -0.003 -0.031
Si 54.396 -0.045 5.573 0.04 -0.061 -0.044
Si 57.199 2.826 5.569 0.035 0.049 -0.018
Si 54.394 5.41 5.599 -0.024 0.007 -0.021
Si 57.166 8.182 5.68 0.018 0.026 -0.003
Si 54.33 10.861 5.523 -0.011 0.007 -0.029
Si 57.067 13.608 5.747 0.023 -0.03 0.012
Si 59.848 -0.058 5.483 0.004 -0.027 -0.023
Si 62.57 2.74 5.514 -0.036 0.006 -0.034
Si 59.813 5.486 5.587 -0.044 -0.013 0.014
Si 62.534 8.185 5.602 -0.011 -0.026 -0.023
Si 59.921 10.898 5.688 -0.028 0.02 0.024
Si 62.499 13.635 5.433 0.02 -0.053 -0.01
Si 1.376 15.009 17.806 -0.013 0.02 -0.004
Si 4.113 1.432 17.837 -0.003 -0.025 0.039
Si 1.441 4.209 17.793 0.021 0 0.012
Si 4.142 6.893 17.814 0.028 -0.008 0.005
Si 1.331 9.54 17.735 0.011 -0.025 -0.007
Si 4.091 12.295 17.801 -0.02 -0.004 0.045
Si 6.869 15.134 17.7 0.044 0.029 0.002
Si 9.592 1.502 17.754 -0.003 -0.041 -0.014
Si 6.926 4.257 17.845 0.031 0.009 0.008
Si 9.556 6.927 17.839 0.009 -0.016 0.003
Si 6.811 9.589 17.812 0 -0.01 0.007
Si 9.578 12.371 17.655 0.006 -0.013 -0.013
Si 12.315 15.104 17.657 0.006 -0.002 -0.006
Si 15.028 1.513 17.673 0.026 -0.018 -0.007
Si 12.343 4.207 17.733 0.04 0.01 -0.001
Si 15.018 6.873 17.701 0.007 -0.024 0.016
Si 12.274 9.609 17.733 0.005 -0.019 0.005
Si 15.029 12.358 17.585 -0.019 0.02 -0.009
Si 17.804 15.096 17.606 -0.022 0.009 -0.004
Si 20.488 1.413 17.653 0.007 0.01 0.008
Si 17.762 4.152 17.656 0.001 0.023 -0.01
Si 20.488 6.763 17.689 0.019 0.008 0.005
Si 17.775 9.59 17.636 0.019 0.008 -0.007
Si 20.479 12.312 17.578 0.005 0.008 0
Si 23.196 14.993 17.548 0.021 -0.016 -0.014
Si 25.91 1.349 17.597 -0.006 -0.04 0.007
Si 23.179 4.049 17.7 0.01 -0.029 0.016
Si 25.89 6.719 17.565 -0.004 0.002 -0.009
Si 23.194 9.459 17.537 -0.032 0.016 -0.03
Si 25.886 12.178 17.506 -0.03 -0.005 -0.013
Si 28.521 14.899 17.458 -0.031 -0.006 0
Si 31.282 1.303 17.498 -0.001 -0.011 0.051
Si 28.58 4.041 17.561 0.02 0.002 -0.015
Si 31.261 6.722 17.516 -0.015 -0.012 -0.006
Si 28.578 9.448 17.516 0.008 -0.001 -0.009
Si 31.204 12.205 17.509 0.007 0.001 0.013
Si 33.92 14.885 17.558 -0.012 0.019 -0.011
Si 36.663 1.319 17.529 -0.009 -0.008 0.023
Si 33.985 4.08 17.404 0.009 0.038 0.009
Si 36.708 6.857 17.589 -0.027 0.029 -0.01
Si 33.941 9.458 17.507 0.023 0.01 -0.011
Si 36.607 12.194 17.672 0.006 -0.021 0.027
Si 39.307 14.876 17.604 -0.009 0.01 0.001
Si 42.094 1.352 17.652 -0.01 0.059 0.01
Si 39.445 4.103 17.654 0.019 0.034 0.017
Si 41.969 6.744 17.708 -0.01 -0.058 0.011
Si 39.341 9.498 17.753 0.026 -0.027 0.006
Si 42.042 12.116 17.801 -0.017 0.021 0.016
Si 44.792 14.882 17.764 0.023 -0.007 0.048
Si 47.453 1.325 17.672 0.007 0.001 0.001
Si 44.707 4.049 17.628 0.024 -0.036 -0.027
Si 47.463 6.803 17.681 0.009 0.003 0.01
Si 44.716 9.506 17.772 0.015 0.028 -0.017
Si 47.522 12.266 17.653 0.035 0.016 0.001
Si 50.213 14.957 17.656 -0.015 0.003 -0.018
Si 53.011 1.388 17.678 0.018 0.015 0.001
Si 50.226 4.045 17.675 0.003 -0.012 0
Si 52.956 6.792 17.678 0.003 0.02 -0.015
Si 50.231 9.492 17.605 -0.009 -0.001 -0.001
Si 53.024 12.259 17.691 0.002 0.014 0.009
Si 55.753 14.92 17.72 0.032 -0.009 0.003
Si 58.454 1.238 17.715 -0.019 0.014 0.023
Si 55.688 4.038 17.725 -0.024 0.024 -0.003
Si 58.436 6.804 17.676 0.036 -0.022 0.006
Si 55.679 9.449 17.615 -0.05 -0.028 0.016
Si 58.467 12.206 17.616 -0.012 0.013 0.017
Si 61.223 14.922 17.575 0.051 0.007 -0.002
Si 63.939 1.4 17.681 -0.003 0.036 0.004
Si 61.268 4.028 17.734 -0.006 0.005 -0.014
Si 63.97 6.838 17.765 -0.018 0.011 0.004
Si 61.197 9.543 17.77 -0.023 0.008 0.007
Si 63.973 12.278 17.799 -0.005 -0.036 0.039
Si 2.714 0.037 19.205 0.031 -0.017 0.018
Si 5.513 2.879 19.095 0.008 0.012 0.008
Si 2.793 5.583 19.221 -0.005 -0.019 0.034
Si 5.49 8.201 19.249 0.024 0.017 -0.005
Si 2.692 10.838 19.1 0.061 -0.024 0.007
Si 5.501 13.777 19.009 -0.023 -0.033 0.003
Si 8.216 0.163 19.117 -0.003 0.03 0.003
Si 10.996 2.855 19.088 -0.008 0.002 -0.012
Si 8.294 5.585 19.34 0.006 0.014 0.002
Si 10.924 8.293 19.191 0.01 0.05 0.005
Si 8.222 11.032 19.014 -0.012 0.01 -0.023
Si 10.944 13.742 18.984 0.008 0.008 -0.009
Si 13.663 0.163 19.012 -0.009 -0.013 0.032
Si 16.363 2.891 19.051 -0.05 0.067 -0.008
Si 13.717 5.507 19.149 0.021 -0.039 -0.008
Si 16.387 8.267 18.991 -0.018 -0.046 0.039
Si 13.628 11.077 18.964 0.007 0.036 -0.03
Si 16.462 13.686 18.877 -0.019 -0.025 0.024
Si 19.083 0.156 19.046 -0.058 -0.022 0.003
Si 21.866 2.654 19.114 0.032 0.002 0.008
Si 19.146 5.383 19.086 -0.047 -0.054 0.053
Si 21.899 8.13 18.98 0.037 -0.007 -0.008
Si 19.163 10.956 18.967 -0.035 0.019 0.03
Si 21.844 13.68 18.915 -0.005 0.011 0.009
Si 24.575 -0.036 18.947 -0.014 0.017 -0.036
Si 27.254 2.717 18.977 0.002 0.02 0.02
Si 24.585 5.401 19.025 -0.011 -0.004 0.027
Si 27.302 8.028 18.888 0.005 -0.006 -0.024
Si 24.598 10.761 18.858 0.012 -0.008 0.004
Si 27.183 13.572 18.861 0.004 -0.014 -0.004
Si 29.9 -0.113 18.786 0.025 0.003 -0.025
Si 32.648 2.759 18.757 0.016 0.014 -0.049
Si 29.946 5.373 18.935 -0.012 0.008 -0.043
Si 32.62 8.073 18.85 -0.02 -0.003 0.003
Si 29.889 10.826 18.882 -0.014 -0.022 0.019
Si 32.502 13.557 18.918 -0.011 0.032 -0.023
Si 35.254 -0.015 18.864 -0.024 -0.014 -0.043
Si 38.081 2.655 18.849 -0.007 0.044 0.005
Si 35.306 5.44 18.77 0.035 0.041 -0.082
Si 37.954 8.183 19.136 0.006 0.004 -0.013
Si 35.193 10.785 18.965 0.044 0.01 -0.042
Si 37.928 13.601 19.054 0.039 0.024 -0.019
Si 40.696 -0.068 18.879 -0.014 -0.025 -0.039
Si 43.411 2.721 19.084 0.014 -0.004 -0.015
Si 40.689 5.433 19.237 0.042 0.044 0.034
Si 43.254 8.12 19.083 -0.021 0.003 0.001
Si 40.635 10.804 19.257 -0.042 -0.052 -0.045
Si 43.519 13.391 19.13 -0.02 -0.029 -0.024
Si 46.096 0.029 19.112 -0.006 0.017 -0.008
Si 48.851 2.662 18.999 0.013 0.012 -0.004
Si 46.024 5.434 18.957 -0.016 -0.027 -0.014
Si 48.889 8.156 18.994 0.024 -0.007 -0.001
Si 46.183 10.912 19.009 -0.004 -0.003 -0.038
Si 48.833 13.654 19.053 -0.016 -0.021 0.046
Si 51.627 0.001 18.935 -0.011 0.026 -0.032
Si 54.351 2.68 19.14 0.025 -0.02 0.025
Si 51.572 5.442 19.008 0.01 -0.01 -0.01
Si 54.346 8.12 19.045 0.004 -0.017 0.014
Si 51.6 10.864 18.913 0 -0.031 -0.002
Si 54.389 13.607 19.115 -0.014 -0.032 0.033
Si 57.141 -0.147 19.154 0.002 0.011 0.042
Si 59.916 2.545 18.983 0.092 -0.046 0.043
Si 57.054 5.45 19.008 -0.016 0.019 -0.02
Si 59.773 8.154 19.06 -0.02 0.01 -0.031
Si 57.054 10.82 18.88 0.081 0.022 0.013
Si 59.893 13.549 18.903 -0.003 -0.044 -0.005
Si 62.579 -0.067 18.921 -0.041 -0.022 -0.041
Si 0.018 2.8 19.004 -0.057 0.007 -0.049
Si 62.641 5.419 19.08 0.036 -0.035 0.006
Si -0.019 8.237 19.17 -0.038 -0.007 0.011
Si 62.582 10.913 19.136 -0.02 0.007 -0.048
Si 0.07 13.621 19.211 0.019 0.014 0.01
Si 1.291 1.494 20.43 -0.011 -0.038 0.05
Si 4.216 4.197 20.537 0.003 0.034 -0.006
Si 1.375 6.966 20.562 0.063 0.02 0.019
Si 4.038 9.542 20.547 -0.076 0.001 -0.075
Si 1.458 12.203 20.551 -0.05 0.01 0.045
Si 4.157 14.985 20.516 -0.018 0.017 0.016
Si 6.884 1.6 20.473 0.015 0.011 0
Si 9.837 4.217 20.605 0.051 0.061 0.027
Si 6.86 6.93 20.742 -0.001 0.002 0.018
Si 9.543 9.785 20.466 0.044 0.016 -0.018
Si 6.873 12.424 20.315 0.035 0.02 -0.019
Si 9.633 15.086 20.373 -0.008 -0.004 -0.011
Si 12.321 1.502 20.461 -0.004 -0.02 0.012
Si 15.064 4.146 20.601 0.002 0.025 0.008
Si 12.391 6.921 20.481 -0.032 -0.05 -0.033
Si 15.078 9.806 20.246 0.062 0.034 -0.033
Si 12.266 12.415 20.378 -0.03 -0.075 -0.013
Si 15.099 15.05 20.167 0.032 -0.015 -0.035
Si 17.664 1.545 20.419 0.036 -0.075 0.051
Si 20.456 3.922 20.534 -0.029 -0.003 0.04
Si 17.711 6.813 20.304 0.003 -0.005 -0.052
Si 20.543 9.541 20.263 -0.025 0.017 -0.044
Si 17.835 12.404 20.29 0.045 -0.013 -0.023
Si 20.544 15.13 20.298 0.001 -0.021 0.005
Si 23.365 1.31 20.43 0.008 0.016 0.003
Si 25.959 4.071 20.438 -0.012 -0.031 -0.017
Si 23.242 6.764 20.396 -0.015 0.008 -0.017
Si 25.958 9.355 20.224 -0.043 0.029 0.004
Si 23.227 12.179 20.096 -0.038 0.029 -0.008
Si 25.839 14.853 20.311 -0.022 0.005 0.016
Si 28.67 1.271 20.172 0.006 -0.037 -0.026
Si 31.316 3.972 20.233 -0.022 0.017 0.006
Si 28.629 6.712 20.344 0.027 0.02 -0.021
Si 31.26 9.419 20.187 0.026 -0.027 -0.016
Si 28.511 12.214 20.201 -0.015 -0.004 0.03
Si 31.162 14.932 20.297 -0.01 0.049 0.066
Si 33.916 1.407 20.139 -0.028 -0.038 0.045
Si 36.701 4.1 20.025 -0.023 -0.007 0.077
Si 33.953 6.684 20.206 0.043 -0.037 0.01
Si 36.472 9.487 20.48 0.053 0.033 0.035
Si 33.747 12.102 20.259 -0.024 0.05 0.058
Si 36.52 15.03 20.338 -0.073 0.004 0.049
Si 39.382 1.281 20.257 -0.01 -0.039 0.033
Si 42.099 3.993 20.588 -0.067 0.024 0.016
Si 39.263 6.854 20.609 -0.045 -0.051 -0.031
Si 41.892 9.297 20.677 -0.357 -0.194 -0.336
Si 39.152 12.195 20.53 0.038 -0.073 0.027
Si 42.054 14.866 20.173 -0.006 0.007 0.016
Si 44.742 1.41 20.52 0.016 0.02 0.002
Si 47.428 4.083 20.217 -0.037 -0.022 -0.023
Si 44.601 6.707 20.363 -0.015 -0.025 -0.032
Si 47.503 9.502 20.313 0.014 -0.003 -0.038
Si 44.992 12.147 20.624 0.008 0.06 0.053
Si 47.505 15.063 20.48 0.012 0.006 0.03
Si 50.287 1.307 20.32 -0.023 -0.021 0.019
Si 52.961 4.171 20.397 0.023 0.003 -0.02
Si 50.196 6.785 20.373 0.023 -0.024 -0.026
Si 52.945 9.552 20.3 0.014 0.007 -0.001
Si 50.229 12.192 20.252 0.022 -0.023 0.006
Si 52.888 14.985 20.368 0.005 0.039 -0.01
Si 55.668 1.162 20.478 -0.022 -0.008 0.014
Si 58.474 3.958 20.099 -0.052 0.035 0.001
Si 55.725 6.792 20.463 0.007 -0.007 -0.015
Si 58.355 9.559 20.342 -0.005 -0.016 -0.007
Si 55.838 12.156 20.346 0 0.036 0.098
Si 58.633 14.764 20.42 -0.019 0.051 0.026
Si 61.223 1.109 20.393 -0.049 -0.047 0.017
Si 64 4.062 20.482 0.008 0.042 0.036
Si 61.208 6.78 20.315 -0.056 0.017 -0.024
Si 63.894 9.592 20.571 0.012 0.021 0.017
Si 61.17 12.282 20.401 0.03 0.029 -0.003
Si 63.853 14.996 20.419 0.014 -0.017 0.021
Si -0.304 0.306 21.709 -0.038 -0.053 -0.572
Si 2.671 2.888 21.734 0.022 0.061 0.108
Si 0.158 5.426 21.847 0.004 -0.039 0.03
Si 2.634 8.306 22.1 0.052 0.014 0.026
Si -0.05 11 21.992 0.31 -0.343 -0.282
Si 3.423 13.008 21.693 0.023 0.046 0.01
Si 5.41 0.249 21.732 -0.076 0.027 0.029
Si 8.37 2.896 21.873 -0.028 -0.049 0.02
Si 5.471 5.484 22.133 0.018 -0.049 0.033
Si 8.079 8.657 21.912 -0.026 0.003 0.033
Si 5.205 11.334 21.526 -0.052 -0.031 0.019
Si 8.202 13.796 21.698 -0.044 0.014 0.057
Si 10.975 0.1 21.78 -0.03 -0.021 0.021
Si 13.761 2.617 21.986 0.084 0.047 0.063
Si 11.357 5.477 22.075 0.335 -0.311 -0.288
Si 13.66 8.549 21.567 0.032 0.024 0.027
Si 10.836 11.225 21.847 0.046 0.02 0.051
Si 13.738 13.793 21.536 -0.024 0.08 0.001
Si 16.33 0.052 21.62 -0.044 0.011 0.004
Si 18.916 2.703 22.059 0.007 0.124 -0.023
Si 16.378 5.663 21.902 0.012 0 0.073
Si 19.123 8.202 21.514 -0.006 0.011 0.029
Si 16.445 11.127 21.656 -0.002 -0.031 0.038
Si 19.234 13.748 21.621 -0.002 -0.066 -0.025
Si 22.045 -0.085 21.782 0.021 -0.009 0.001
Si 24.69 2.681 21.878 0.04 0.035 0.028
Si 21.877 5.38 21.728 0.043 -0.02 0.028
Si 24.713 8.042 21.747 -0.037 -0.018 -0.005
Si 21.967 10.869 21.552 0.055 -0.003 0.029
Si 24.508 13.369 21.622 0.044 -0.001 0.065
Si 27.304 -0.089 21.498 0.028 0.004 0.044
Si 30.3 2.308 21.528 0.07 -0.12 0.032
Si 27.449 5.312 21.813 0.061 -0.064 0.008
Si 30.014 8.079 21.647 -0.016 0.028 0.082
Si 27.254 10.766 21.551 -0.003 -0.014 -0.019
Si 29.845 13.449 21.679 0.049 0.007 0.056
Si 32.159 0.486 21.4 -0.066 0.045 -0.047
Si 35.398 2.754 21.35 0.011 0.001 -0.054
Si 32.667 5.304 21.618 0.048 0.012 0.102
Si 35.177 7.953 21.765 -0.005 0.009 0.098
Si 32.518 10.657 21.719 0.006 -0.008 0.102
Si 35.073 13.549 21.482 -0.103 0.208 -0.581
Si 37.922 0.083 21.668 -0.053 0.038 0.031
Si 40.708 2.484 21.802 0.122 -0.087 0.057
Si 37.871 5.306 21.658 -0.015 0.095 -0.013
Si 40.509 8.135 22.23 0.036 0.055 0.153
Si 37.291 11.271 21.832 0.337 -0.422 0.049
Si 40.692 13.617 21.595 -0.448 0.256 -0.27
Si 43.245 -0.082 21.636 -0.02 0.047 0.052
Si 46.233 2.831 21.792 0.021 -0.057 0.041
Si 43.43 5.379 22.024 0.048 0.01 0.021
Si 45.9 8.265 21.506 0.081 0.044 -0.002
Si 44.521 10.186 21.989 0.458 -0.036 -0.518
Si 46.19 13.749 21.955 -0.021 -0.023 0.077
Si 49.001 0.025 21.829 0.012 -0.048 0.005
Si 51.47 2.856 21.617 -0.066 0.028 0.003
Si 48.606 5.538 21.6 -0.051 0.109 0.01
Si 51.548 8.225 21.641 -0.004 0 0.057
Si 48.785 10.985 21.636 -0.02 0.018 0.075
Si 51.515 13.566 21.628 -0.021 0.023 0.033
Si 54.126 -0.051 21.907 -0.052 0.093 0.014
Si 57.224 2.573 21.49 -0.068 -0.198 -0.679
Si 54.249 5.565 21.834 0.01 -0.023 0.043
Si 56.893 8.37 21.789 -0.032 0.035 0.037
Si 54.29 10.965 21.634 -0.043 -0.157 0.037
Si 57.734 12.917 21.588 0.082 -0.086 -0.046
Si 60.366 -0.693 21.824 0.003 0.016 -0.008
Si 62.737 2.392 21.604 -0.336 0.297 -0.124
Si 59.926 5.164 21.426 0.375 -0.212 -0.453
Si 62.252 8.34 21.747 -0.195 0.294 -0.411
Si 59.482 11.186 21.622 0.057 0.005 0.055
Si 62.147 13.99 21.734 -0.049 -0.022 0.086
Si 0.543 14.928 24.207 -0.028 0.067 -0.087
Si 3.816 1.393 23.06 0.139 -0.094 -0.742
Si 1.944 4.584 23.251 0.1 0.224 -0.427
Si 3.649 6.513 23.365 -0.009 0.079 -0.107
Si 1.374 9.923 23.556 -0.327 -0.381 -0.215
Si 2.853 12.727 23.914 0.226 0.045 -0.576
Si 6.971 -0.937 22.9 0.008 -0.183 -0.63
Si 9.335 1.155 23.132 0.174 0.165 -0.644
Si 7.136 4.173 23.41 -0.317 0.091 -0.682
Si 9.691 7.771 23.4 -0.364 0.25 -0.444
Si 6.484 10.118 23.105 0.38 0.296 -0.221
Si 9.444 12.604 23.289 0.031 -0.021 0.067
Si 12.739 -0.956 22.94 0.162 0.239 -0.422
Si 14.611 0.705 23.15 -0.018 0.022 -0.02
Si 13.012 4.212 23.546 -0.193 -0.092 -0.659
Si 15.31 7.586 22.864 -0.085 -0.226 -0.754
Si 12.145 9.674 23.007 0.366 0.417 -0.221
Si 15.159 12.64 22.949 0.395 0.186 -0.418
Si 18.038 -0.958 22.84 0.112 0.023 -0.024
Si 19.239 0.892 23.799 0.036 -0.119 0.115
Si 18.018 4.554 23.259 -0.275 -0.075 -0.66
Si 20.289 6.685 22.841 0.096 0.016 -0.639
Si 17.72 9.535 22.815 0.153 0.193 -0.651
Si 20.95 12.602 22.771 0.144 0.246 -0.497
Si 22.717 14.24 22.873 -0.052 -0.096 -0.002
Si 26.453 1.475 22.983 -0.377 -0.049 -0.637
Si 23.116 3.947 23.154 0.127 0.092 -0.609
Si 26.169 6.791 23.241 -0.004 0.006 0.181
Si 23.682 9.845 22.864 0.226 0.233 -0.468
Si 25.46 11.571 22.848 -0.223 -0.147 -0.546
Si 28.514 14.902 22.974 -0.001 -0.189 -0.589
Si 30.81 -0.198 24.686 0 -0.004 -0.019
Si 28.796 3.596 22.962 0.216 0.085 -0.643
Si 31.711 6.996 22.922 0.149 0.239 -0.571
Si 29.02 9.86 22.83 0.218 0.2 -0.53
Si 30.739 11.628 22.92 -0.166 -0.162 -0.586
Si 33.33 -0.634 23.06 -0.167 0.297 -0.395
Si 37.101 2.031 22.798 -0.019 0.051 -0.028
Si 34.472 4.3 22.791 -0.189 0.216 -0.531
Si 36.044 6.08 22.949 -0.023 0.022 -0.619
Si 33.372 8.807 23.02 -0.144 -0.143 -0.677
Si 37.314 11.022 24.162 0.081 -0.065 -0.455
Si 39.565 -1.04 22.858 0.281 0.067 -0.543
Si 41.409 0.499 23.024 -0.207 0.179 -0.462
Si 38.899 3.533 22.781 0.077 0.044 0.066
Si 41.848 6.51 23.438 -0.036 0.13 -0.685
Si 40.034 9.709 24.19 -0.007 -0.402 -0.693
Si 41.757 12.358 23.986 0.091 -0.011 0.007
Si 44.68 15.218 23.167 -0.066 -0.237 -0.639
Si 48.125 1.93 22.944 0.151 0.209 -0.568
Si 45.398 4.579 23.215 0.082 0.012 0.091
Si 46.814 6.532 22.887 -0.171 -0.182 -0.44
Si 44.222 10.735 25.017 -0.007 -0.029 -0.03
Si 48.034 12.762 23.055 0.193 0.253 -0.528
Si 49.887 14.461 23.09 -0.025 0.005 0.1
Si 52.941 1.724 23.018 -0.162 -0.234 -0.566
Si 49.693 3.888 22.824 -0.185 -0.332 -0.375
Si 53.104 7.187 23.031 -0.057 -0.101 -0.585
Si 50.131 9.575 22.875 -0.044 0.035 -0.713
Si 53.247 12.62 22.885 -0.123 -0.007 0.026
Si 54.78 14.479 23.314 0.12 0.042 0.004
Si 59.148 2.32 23.722 0.5 0.247 -0.201
Si 55.168 3.99 23.314 -0.319 0.527 -0.249
Si 58.416 7.315 23.128 -0.317 0.351 -0.406
Si 55.258 9.512 23.168 0.237 0.153 -0.583
Si 57.024 13.831 23.568 -0.339 -0.038 -0.552
Si 59.438 -0.591 24.047 0.285 0.049 -0.543
Si 60.958 3.506 22.695 -0.115 -0.084 0.01
Si 62.056 4.402 24.422 -0.431 -0.127 -0.58
Si -1.164 6.452 23.404 0.227 -0.141 -0.588
Si 60.606 9.573 23.006 0.044 0.196 -0.628
Si 63.385 13.187 23.602 -0.264 0.28 -0.532
Si 5.62 5.183 30.196 0.029 -0.059 0.065
Si 6.155 1.368 29.225 -0.066 0.045 -0.008
Si -0.082 8.697 25.155 0.261 0.523 -0.288
Si 4.668 9.861 30.406 -0.01 -0.027 -0.086
Si 1.823 13.455 29.743 -0.077 -0.041 0.035
Si 5.56 13.728 25.256 0.043 -0.091 -0.024
Si 5.466 2.525 25.305 0.048 -0.091 0.125
Si 10.089 0.451 25.835 0.069 0.029 0.07
Si 4.649 2.689 31.665 0.018 -0.053 0.008
Si 7.851 6.482 25.293 0.08 -0.092 -0.053
Si 11.506 11.95 26.94 -0.033 -0.022 -0.013
Si 8.939 10.273 27.222 0.07 0.094 -0.053
Si 10.674 14.013 24.796 -0.155 -0.282 -0.53
Si 15.439 3.679 28.117 0.073 0.085 0.014
Si 12.874 4.441 26.471 0.066 -0.053 -0.007
Si 15.614 10.038 26.501 0.013 -0.01 0.081
Si 16.58 14.116 24.148 -0.064 0.078 -0.527
Si 15.373 1.541 30.244 0.046 -0.104 -0.031
Si 15.365 6.422 29.545 0.112 -0.125 -0.025
Si 20.452 4.953 27.751 0.503 0.305 -0.224
Si 21.852 6.885 27.563 -0.295 -0.559 -0.02
Si 21.789 8.567 24.97 -0.02 0.037 -0.024
Si 23.284 11.988 27.095 -0.044 0 0.129
Si 21.719 2.091 28.241 0.113 0.031 -0.043
Si 26.034 -0.133 28.542 -0.027 0.066 -0.08
Si 29.216 3.195 28.214 -0.03 -0.099 0.014
Si 24.901 3.294 31.536 -0.024 -0.13 -0.601
Si 24.281 10.31 32.386 0.062 -0.021 0.58
Si 19.712 10.821 24.991 0.074 -0.042 -0.177
Si 32.821 12.324 29.709 0.019 -0.021 0.109
Si 26.38 13.483 24.966 0.091 -0.081 -0.172
Si 31.446 2.34 26.197 0.166 -0.061 0.088
Si 25.518 9.896 26.722 0.025 0.031 0.077
Si 34.471 10.263 25.537 0.006 -0.01 -0.056
Si 30.618 5.043 25.181 0.097 0.036 -0.141
Si 31.96 11.963 25.81 -0.058 -0.014 -0.074
Si 36.042 2.918 24.768 0.451 0.246 -0.097
Si 38.469 3.245 29.604 0.16 0.047 0.046
Si 29.105 7.092 26.948 -0.064 0.052 -0.126
Si 33.763 9.605 28.476 -0.099 0.047 -0.065
Si 37.6 14.319 28.064 -0.141 0.043 0.096
Si 37.689 14.109 25.037 -0.072 0.166 -0.051
Si 49.384 4.154 29.342 -0.522 0.123 0.465
Si 41.988 6.392 28.158 0.076 -0.036 0.182
Si 36.924 5.121 25.652 -0.196 -0.667 -0.322
Si 39.706 4.438 24.762 -0.303 -0.427 -0.623
Si 39.033 0.433 29.186 0.152 -0.007 0.11
Si 42.364 14.968 25.138 0.136 0.242 -0.135
Si 46.282 0.842 24.981 -0.019 0.108 0.064
Si 43.245 -1.065 28.041 -0.022 0.156 0.046
Si 48.119 8.291 24.915 0.042 0.02 -0.024
Si 51.475 5.291 25.007 0.001 -0.024 -0.074
Si 49.922 8.698 29.464 -0.037 -0.035 -0.005
Si 51.651 2.443 25.614 -0.008 0.074 0.074
Si 57.089 3.816 25.634 -0.01 -0.015 -0.164
Si 52.683 9.245 26.498 0.029 -0.039 0.063
Si 55.211 7.911 27.293 -0.048 -0.024 -0.094
Si 52.506 4.08 29.931 -0.158 -0.116 0.076
Si 52.046 11.502 24.593 0.446 0.361 -0.369
Si 52.683 9.515 29.611 -0.187 -0.034 0.019
Si 52.633 -0.651 29.62 -0.089 0.016 -0.008
Si 56.342 1.661 27.868 -0.055 0.015 0.022
Si 63.156 3.871 30.311 -0.035 0.012 0.057
Si 60.445 7.561 27.54 -0.051 0.058 0.014
Si 55.952 11.706 25.439 -0.101 -0.044 -0.217
Si 60.372 14.636 26.783 -0.196 0.001 -0.111
Si 1.207 2.757 25.804 0.502 -0.734 -0.203
Si 63.378 2.8 26.328 -0.009 0.095 -0.006
Si 62.128 9.611 25.747 0.018 -0.112 -0.116
Si -1.579 11.141 31.162 -0.08 -0.266 0.019
Si 62.483 12.403 26.493 0.078 0.142 -0.065
Si 2.211 0.592 25.446 -0.233 0.753 0.113
Si 4.997 3.633 27.951 -0.044 0.089 -0.099
Si 5.37 -1.222 31.973 0.073 0.007 0.006
Si 0.162 8.671 28.176 -0.08 -0.012 0.015
Si 5.809 7.678 31.951 0.023 0.037 0.078
Si 61.925 0.699 28.135 -0.064 0.091 0.043
Si 5.01 8.555 27.785 -0.033 0.169 -0.008
Si 4.684 12.752 29.981 0.032 -0.058 0.029
Si 12.916 0.427 27.39 -0.039 -0.002 -0.046
Si 8.013 7.482 27.945 0.031 -0.031 -0.033
Si 12.264 12.896 29.699 0.083 -0.044 -0.026
Si 5.018 7.897 24.837 -0.435 -0.355 -0.13
Si 7.704 11.516 24.617 0.023 0.053 -0.652
Si 15.357 0.24 25.366 -0.174 0.116 -0.524
Si 11.607 2.125 29.634 -0.079 -0.156 0.014
Si 11.143 4.838 28.905 0.065 0.052 0.07
Si 13.367 10.704 24.688 -0.296 -0.276 -0.491
Si 15.662 10.518 29.358 -0.007 -0.043 -0.006
Si 9.504 14.326 29.828 -0.199 0.049 0.051
Si 14.7 6.089 25.124 0.083 -0.113 0.042
Si 22.709 0.775 25.636 -0.243 0.093 -0.544
Si 16.734 7.331 26.927 0.066 -0.065 0.014
Si 25.718 0.949 25.849 -0.063 -0.024 0.021
Si 26.499 3.599 26.975 -0.189 -0.004 0.08
Si 18.114 0.701 31.252 0.013 -0.094 0.054
Si 24.709 2.649 29.252 0.014 0.379 0.535
Si 19.288 7.165 28.719 0.008 -0.055 0.014
Si 24.759 7.128 27.793 -0.025 -0.083 -0.025
Si 25.117 5.546 25.016 0.023 0.243 -0.457
Si 21.562 1.235 23.663 -0.009 -0.431 0.096
Si 23.37 14.243 25.103 -0.226 -0.061 -0.532
Si 28.608 0.565 29.856 0.534 -0.361 -0.019
Si 29.812 11.833 29.02 0.031 -0.047 0.133
Si 27.761 4.761 31.801 -0.061 -0.039 0.057
Si 30.869 9.575 27.666 -0.04 0.068 0.05
Si 27.245 8.306 24.752 -0.116 -0.35 -0.433
Si 27.229 12.272 27.689 -0.052 -0.016 0.038
Si 29.258 13.54 31.481 0.014 0.154 -0.106
Si 32.09 1.581 31.303 -0.047 -0.01 0.195
Si 46.255 -1.058 27.469 0.041 0.174 0.072
Si 38.214 12.702 30.584 -0.105 0.14 0.139
Si 35.862 13.841 31.854 0.054 0.078 -0.048
Si 33.259 0.061 27.319 -0.583 -0.227 -0.004
Si 44.808 4.873 28.251 0.046 0.002 0.034
Si 41.979 1.53 28.804 -0.05 -0.03 0.027
Si 42.328 8.381 25.785 -0.022 -0.067 -0.1
Si 38.483 5.934 32.794 -0.379 0.42 0.388
Si 39.487 7.138 29.947 0.057 -0.079 0.04
Si 48.139 0.815 28.564 0.068 0.364 0.515
Si 45.709 3.025 30.361 0.614 -0.19 -0.138
Si 40.738 3.786 27.428 -0.079 -0.118 0.035
Si 34.897 1.659 32.51 0.041 -0.114 0.107
Si 48.384 10.963 30.36 0.043 -0.032 0.085
Si 48.044 12.736 28.114 0.004 0.119 0.018
Si 51.026 14.184 25.195 -0.308 0.056 -0.512
Si 48.716 3.049 26.541 -0.044 0.03 0.233
Si 53.286 1.853 28.18 0.036 0.043 -0.019
Si 50.367 7.491 26.674 0.006 -0.005 -0.036
Si 56.503 10.441 28.253 -0.009 0.032 -0.061
Si 50.181 11.438 32.857 0.031 0.082 -0.172
Si 45.881 3.762 25.487 -0.05 0.18 -0.414
Si 51.378 0.107 32.181 -0.031 0.011 -0.042
Si 58.436 8.621 29.532 -0.038 -0.119 -0.034
Si 53.466 2.489 32.476 0.025 0.293 0.531
Si 57.844 -1.014 28.552 0.026 0.07 0.061
Si 56.094 6.378 29.579 -0.056 0.117 0.198
Si 58.71 -0.131 31.5 -0.078 -0.098 0.109
Si 61.612 4.942 27.11 0.041 0.04 -0.067
Si 2.125 2.831 28.753 -0.066 -0.032 -0.028
Si 57.748 6.671 26.059 0.008 -0.052 0.006
Si 58.698 9.614 32.548 -0.057 -0.061 0.067
Si 57.418 3.605 29.92 0.044 0.031 -0.09
Si 4.892 -0.054 26.88 -0.024 0.023 -0.14
Si 0.915 12.487 32.517 0.088 -0.114 0.033
Si 1.705 5.258 30.725 -0.052 0.011 -0.04
Si 0.603 5.893 0.046 0.236 -0.544 0.305
Si 2.854 7.775 29.583 -0.074 0.033 0.017
Si -1.824 8.409 32.299 0.261 -0.001 0.617
Si -0.615 11.78 28.464 0.004 0.026 -0.015
Si 8.262 -0.524 32.166 0.044 0.01 0.145
Si 7.595 12 29.33 0.09 0.073 0.181
Si 2.702 0.526 32.206 -0.705 -0.177 0.038
Si 8.562 5.533 30.159 -0.019 -0.019 0.099
Si 8.544 6.464 33.015 -0.134 -0.396 0.402
Si 8.963 10.877 31.975 -0.013 0.024 0.008
Si 11.75 10.039 31.054 0.02 0.052 0.104
Si 10.703 1.276 32.431 -0.069 0 0.083
Si 9.086 0.769 28.556 -0.074 0.016 0.002
Si 14.594 3.514 32.371 0.073 -0.041 0.145
Si 13.145 6.157 32.877 -0.213 -0.056 0.68
Si 14.297 -1.324 29.347 -0.064 0.073 0.092
Si 18.055 3.835 26.29 0.052 0.043 -0.008
Si 16.915 13.356 28.885 -0.096 -0.073 0.049
Si 19.525 13.53 30.101 0.149 -0.056 -0.029
Si 17.687 12.341 26.283 0.068 -0.084 0.06
Si 17.35 8.195 30.757 -0.125 0.014 0.125
Si 14.328 10.845 32.014 0.117 -0.115 0.117
Si 21.399 11.447 29.411 0.155 0.037 0.011
Si 19.657 -0.108 28.77 0.132 0.035 -0.164
Si 12.406 7.279 30.28 0.018 -0.006 0.105
Si 21.345 9.625 31.703 -0.039 -0.001 -0.047
Si 18.41 0.883 26.076 0.248 -0.133 -0.563
Si 25.004 13.467 29.313 -0.221 -0.215 0.612
Si 28.41 11.353 33.101 0.258 -0.298 0.473
Si 27.948 -0.327 32.59 0.579 0.065 0.386
Si 27.316 6.95 29.518 -0.17 0.041 0.014
Si 26.933 9.171 31.614 -0.03 -0.152 0.166
Si 23.594 13.028 31.15 0.36 0.313 -0.407
Si 31.523 14.845 27.134 0.482 0.399 -0.007
Si 35.374 0.043 25.105 0.19 0.131 -0.054
Si 36.377 8.713 32.709 0.312 -0.344 0.565
Si 34.794 7.322 30.405 -0.049 0.005 0.052
Si 30.433 4.174 30.617 -0.016 0.003 0.074
Si 32.431 6.056 31.968 0.047 -0.107 0.135
Si 33.079 12.611 32.784 -0.459 0.432 0.168
Si 42.828 14.717 30.931 0.042 0.069 0.005
Si 30.555 -0.652 29.959 -0.659 0.419 -0.051
Si 34.79 14.829 29.288 0.054 0.041 0.062
Si 37.6 3.062 32.431 0.121 -0.287 0.521
Si 38.936 9.825 31.286 0.038 -0.1 0.141
Si 39.775 -1.232 31.713 -0.045 -0.008 -0.01
Si 48.686 1.484 32.091 -0.158 0.299 -0.33
Si 43.343 1.402 31.428 -0.041 0.119 0.002
Si 37.029 5.786 28.719 0.158 0.068 -0.094
Si 44.935 7.26 32.672 -0.047 -0.154 -0.028
Si 46.932 9.446 32.603 0.14 -0.068 -0.012
Si 46.324 5.814 30.563 0.805 0.185 -0.089
Si 54.792 12.679 32.846 -0.081 0.037 0.068
Si 47.962 2.428 30.155 -0.079 0.061 -0.004
Si 47.08 11.191 25.679 0.034 0.053 0.016
Si 48.723 6.112 30.544 -0.355 -0.506 -0.316
Si 50.192 14.803 27.985 -0.087 0.085 0.131
Si 51.062 6.394 32.626 -0.129 -0.057 -0.263
Si 54.983 14.314 28.406 0.03 0.003 -0.01
Si 56.147 1.269 32.786 0.024 -0.022 -0.083
Si 53.468 6.756 30.66 -0.064 -0.061 0.147
Si 61.288 1.139 32.447 -0.051 -0.051 -0.041
Si 54.612 11.894 29.917 -0.074 -0.073 0.009
Si 54.17 14.208 25.515 0.266 0.099 -0.528
Si 1.324 0.175 30.302 0.36 0.08 0.48
Si 60.459 3.137 29.144 0.12 0.06 -0.015
Si -1.643 1.05 30.356 -0.004 0.063 -0.016
Si -1.065 6.588 30.027 -0.024 0.11 -0.059
Si 57.353 3.863 33.056 0.107 -0.003 0.049
Si 61.554 10.39 32.901 0.281 -0.066 0.593
Si 1.319 15.071 6.821 -0.04 -0.029 0.009
Si 4.081 1.45 6.85 -0.002 -0.004 -0.012
Si 1.41 4.204 6.858 -0.003 0.009 -0.011
Si 4.125 6.902 6.825 0.012 0.01 -0.002
Si 1.403 9.616 6.863 0 0.015 -0.009
Si 4.05 12.392 6.934 0.007 0.043 0.007
Si 6.789 15.062 6.883 0.018 -0.002 -0.016
Si 9.529 1.431 6.811 0.039 0.011 -0.026
Si 6.81 4.176 6.839 0.014 0.023 -0.017
Si 9.497 6.848 7.002 0.016 0.008 0.029
Si 6.738 9.612 6.867 -0.019 -0.014 -0.043
Si 9.455 12.304 6.957 -0.008 0.002 0
Si 12.253 15.063 6.888 0.012 0.001 0.022
Si 15.039 1.449 6.801 0.018 0.022 -0.055
Si 12.245 4.127 7 -0.019 0.032 0.043
Si 15.031 6.847 6.872 0.005 -0.026 0.003
Si 12.183 9.591 7.01 -0.007 -0.026 -0.001
Si 14.959 12.385 6.816 -0.005 -0.012 -0.004
Si 17.783 14.987 6.747 0.013 -0.041 -0.011
Si 20.428 1.477 6.627 -0.015 0.006 -0.032
Si 17.691 4.188 6.763 -0.008 0.015 0.006
Si 20.425 6.875 6.603 -0.018 -0.021 -0.065
Si 17.687 9.637 6.793 -0.026 -0.006 0.002
Si 20.42 12.347 6.563 -0.015 -0.008 0.019
Si 23.09 14.957 6.576 -0.007 0.018 -0.022
Si 25.806 1.356 6.52 -0.01 0.002 -0.005
Si 23.175 4.059 6.583 0.028 0.011 0.014
Si 25.798 6.699 6.809 0.018 0.027 0.033
Si 23.06 9.611 6.64 -0.019 0.076 -0.01
Si 25.796 12.203 6.645 0.047 0.029 0.026
Si 28.506 14.967 6.563 0.013 0.012 -0.012
Si 31.291 1.261 6.667 0.017 -0.013 0.019
Si 28.574 3.972 6.714 0.012 0.007 -0.022
Si 31.297 6.696 6.679 0.018 -0.005 0.003
Si 28.591 9.415 6.755 -0.015 0.005 0.049
Si 31.299 12.153 6.646 -0.001 -0.018 0.011
Si 33.975 14.907 6.606 -0.02 0.014 -0.001
Si 36.659 1.347 6.64 0.007 -0.012 0.002
Si 33.997 4.042 6.63 0.015 0.001 0.009
Si 36.698 6.782 6.657 -0.019 -0.022 -0.011
Si 33.975 9.506 6.67 -0.007 0.041 0.001
Si 36.735 12.205 6.64 0.051 0.002 -0.003
Si 39.367 14.887 6.644 0.009 0.027 -0.006
Si 42.132 1.312 6.773 -0.014 -0.011 0.034
Si 39.442 4.059 6.752 0.006 -0.023 0.021
Si 42.202 6.754 6.699 -0.015 -0.003 -0.01
Si 39.432 9.504 6.604 -0.026 0 -0.005
Si 42.113 12.202 6.623 -0.004 -0.01 0.016
Si 44.821 14.938 6.682 0.007 0.027 0.018
Si 47.53 1.331 6.791 0.021 0.032 0.025
Si 44.872 4.014 6.751 -0.005 -0.042 -0.004
Si 47.601 6.781 6.761 0.008 0.002 -0.033
Si 44.838 9.474 6.728 -0.014 -0.006 -0.023
Si 47.535 12.236 6.87 -0.044 0.025 0.002
Si 50.326 14.854 6.872 0.009 -0.032 -0.014
Si 53.004 1.299 6.907 -0.017 -0.016 0
Si 50.302 4.034 6.916 0.001 0.025 0.016
Si 53.068 6.737 7.018 0.053 -0.036 0.016
Si 50.267 9.514 6.877 0.009 0.015 -0.021
Si 53.024 12.175 6.955 0.01 0.01 0.005
Si 55.744 15.012 7.02 -0.037 0.021 -0.006
Si 58.523 1.363 6.857 -0.004 -0.016 -0.006
Si 55.792 4.101 6.949 0.008 0.006 0.013
Si 58.505 6.815 7.004 0.013 -0.002 0.012
Si 55.724 9.538 6.924 -0.013 0.003 -0.01
Si 58.495 12.235 6.996 -0.008 0.024 -0.011
Si 61.22 14.979 6.882 -0.013 0.012 0.014
Si 63.95 1.41 6.856 0.035 -0.001 0.007
Si 61.213 4.099 6.88 0 0.004 0.004
Si 63.952 6.83 6.884 0.002 0.006 0.003
Si 61.253 9.54 7.014 0.001 -0.034 0.016
Si 63.901 12.336 6.858 -0.052 0 0.016
Si 2.708 0.089 8.199 -0.007 0.01 -0.008
Si 5.448 2.814 8.204 -0.001 0.003 0.003
Si 2.771 5.545 8.218 -0.005 -0.001 0.007
Si 5.428 8.249 8.249 -0.028 0.005 -0.004
Si 2.72 10.977 8.259 -0.013 -0.003 0.007
Si 5.441 13.719 8.267 0.014 -0.005 0.011
Si 8.181 0.092 8.215 -0.017 0.002 -0.009
Si 10.86 2.75 8.263 0.006 -0.012 -0.005
Si 8.136 5.478 8.293 0 -0.003 0.002
Si 10.847 8.225 8.341 -0.002 0.026 0.008
Si 8.101 10.941 8.28 0.006 0.016 -0.002
Si 10.872 13.699 8.236 -0.012 -0.027 -0.003
Si 13.663 0.099 8.188 0.004 -0.014 -0.007
Si 16.364 2.82 8.156 0.005 0.015 0.016
Si 13.647 5.522 8.256 0.01 0.03 -0.013
Si 16.371 8.255 8.18 -0.012 -0.027 0.009
Si 13.618 11.002 8.217 0.021 0.004 -0.017
Si 16.375 13.699 8.145 -0.018 0 -0.003
Si 19.112 0.092 8.046 0.009 -0.006 0.003
Si 21.798 2.772 8.007 0.008 -0.007 0.009
Si 19.089 5.553 8.057 -0.018 -0.01 0.013
Si 21.731 8.234 8.016 0.022 -0.044 -0.025
Si 19.09 11.009 8.05 0.01 0.051 -0.011
Si 21.758 13.645 8.001 -0.015 0.002 0.002
Si 24.468 0 7.928 -0.001 0.016 0.001
Si 27.158 2.638 7.999 -0.034 -0.023 0.001
Si 24.44 5.351 8.094 0.009 -0.008 0.014
Si 27.179 8.104 8.089 0.01 -0.008 -0.004
Si 24.449 10.884 8.036 0.026 0.005 0.018
Si 27.169 13.6 7.959 -0.026 0.005 -0.014
Si 29.882 -0.065 7.992 -0.013 -0.014 -0.01
Si 32.643 2.665 7.997 0.01 0.013 0.005
Si 29.929 5.357 8.043 0.012 0.012 0.02
Si 32.637 8.107 8.017 0 -0.01 -0.012
Si 29.943 10.827 8.045 -0.004 0 0.007
Si 32.642 13.544 7.992 -0.009 -0.013 0.007
Si 35.322 -0.041 7.994 -0.003 0.004 -0.002
Si 38.048 2.667 8.038 -0.007 0.002 0.005
Si 35.352 5.4 8.011 -0.015 -0.021 -0.001
Si 38.069 8.152 7.997 -0.002 0.029 0.003
Si 35.367 10.851 8.005 -0.031 0.002 0.01
Si 38.048 13.557 8.047 -0.012 -0.006 0.011
Si 40.737 -0.082 8.047 0.011 -0.008 -0.007
Si 43.493 2.678 8.119 -0.005 0.023 0.018
Si 40.815 5.419 8.078 -0.003 0.015 0.006
Si 43.499 8.12 8.104 0.009 0.001 0.009
Si 40.772 10.846 8.016 0.004 0.01 -0.012
Si 43.457 13.561 8.034 -0.006 -0.014 0.001
Si 46.163 -0.045 8.118 0.003 -0.003 -0.002
Si 48.883 2.677 8.198 -0.004 0.008 -0.008
Si 46.219 5.406 8.108 0.004 0.005 0.001
Si 48.912 8.121 8.195 0.013 -0.012 -0.002
Si 46.159 10.831 8.144 0.01 -0.015 -0.002
Si 48.908 13.57 8.23 0.001 -0.014 -0.005
Si 51.643 -0.064 8.242 0.001 -0.009 -0.008
Si 54.394 2.689 8.235 0.033 -0.016 -0.006
Si 51.647 5.387 8.294 -0.006 0.003 0.004
Si 54.41 8.153 8.312 -0.008 0.005 -0.003
Si 51.621 10.844 8.274 0.008 -0.014 0.011
Si 54.365 13.591 8.288 -0.005 0.006 0.004
Si 57.152 0.055 8.285 0.003 0.002 -0.002
Si 59.871 2.721 8.241 -0.007 0.006 -0.019
Si 57.123 5.454 8.325 0.002 0.014 -0.002
Si 59.874 8.173 8.331 -0.035 0.005 0.009
Si 57.1 10.871 8.302 0.008 0.001 -0.005
Si 59.869 13.633 8.282 0.009 -0.003 0.003
Si 62.589 0.043 8.222 0.004 -0.011 0.008
Si 0.042 2.795 8.195 0.001 -0.005 0.001
Si 62.593 5.459 8.236 -0.002 -0.023 0.002
Si 0.041 8.227 8.215 0.007 0.004 -0.013
Si 62.62 10.946 8.281 0.029 -0.002 -0.001
Si -0.009 13.698 8.211 -0.006 -0.004 -0.001
Si 1.383 1.444 9.583 -0.007 0.005 0.009
Si 4.106 4.167 9.588 -0.006 0.001 0.002
Si 1.398 6.879 9.592 0.007 -0.001 0.004
Si 4.077 9.607 9.618 0.019 0.008 0.008
Si 1.351 12.333 9.591 -0.014 0 -0.002
Si 4.07 15.073 9.597 0.004 -0.02 -0.005
Si 6.817 1.46 9.575 0.029 0.009 -0.012
Si 9.525 4.135 9.623 0.01 0.002 0.002
Si 6.789 6.883 9.612 0.009 0.011 -0.001
Si 9.486 9.61 9.647 -0.016 -0.032 0.007
Si 6.778 12.336 9.628 -0.015 -0.009 0.007
Si 9.521 15.055 9.601 0.006 -0.001 0.004
Si 12.271 1.416 9.577 0.001 -0.007 0.011
Si 15.009 4.146 9.563 -0.003 -0.02 0.002
Si 12.276 6.877 9.618 0.009 -0.004 -0.001
Si 14.989 9.61 9.536 -0.002 -0.001 0.001
Si 12.253 12.346 9.583 0.002 0.012 0.001
Si 15.02 15.051 9.527 0.028 0.016 0.011
Si 17.743 1.425 9.452 -0.018 0.006 0.007
Si 20.442 4.145 9.387 0 0.004 -0.003
Si 17.742 6.875 9.49 0.005 0.021 -0.002
Si 20.405 9.588 9.416 -0.015 0.025 -0.021
Si 17.725 12.311 9.471 -0.012 -0.012 0.003
Si 20.436 15.013 9.402 0.006 0.001 0.006
Si 23.136 1.362 9.343 -0.01 -0.014 0
Si 25.833 4.004 9.402 0.001 0.006 0.011
Si 23.092 6.819 9.37 -0.008 -0.006 -0.015
Si 25.812 9.508 9.392 0.007 -0.003 -0.002
Si 23.107 12.271 9.381 -0.007 0.007 -0.004
Si 25.823 14.967 9.328 0.023 0 -0.02
Si 28.537 1.303 9.36 0.014 0.007 0.007
Si 31.296 4.015 9.388 -0.013 -0.001 0.009
Si 28.565 6.733 9.396 -0.013 -0.005 -0.003
Si 31.294 9.466 9.394 -0.002 -0.001 -0.001
Si 28.539 12.224 9.331 0.015 0.008 -0.006
Si 31.253 14.893 9.341 0.003 -0.002 0.011
Si 33.988 1.314 9.375 -0.018 -0.017 0.008
Si 36.7 4.04 9.389 -0.014 0.015 0.005
Si 33.999 6.757 9.379 0.017 0.009 0.006
Si 36.713 9.491 9.378 0.008 0.001 0.003
Si 34.011 12.21 9.366 0.025 0.019 0.001
Si 36.691 14.936 9.383 -0.001 0.005 0.002
Si 39.397 1.3 9.411 -0.016 -0.004 -0.003
Si 42.131 4.044 9.465 0.005 -0.02 0.001
Si 39.423 6.794 9.389 0.014 -0.001 -0.004
Si 42.115 9.5 9.423 -0.007 -0.011 -0.003
Si 39.419 12.2 9.402 -0.015 0.006 -0.002
Si 42.103 14.903 9.428 0.007 0.005 0.001
Si 44.828 1.32 9.496 0.007 0.007 0.01
Si 47.54 4.067 9.529 0.04 0.011 0.001
Si 44.842 6.756 9.477 -0.007 -0.005 -0.002
Si 47.519 9.481 9.525 0.003 -0.004 -0.004
Si 44.791 12.213 9.462 -0.006 0.005 0.004
Si 47.522 14.945 9.529 -0.002 0.001 0.005
Si 50.251 1.31 9.555 -0.029 -0.009 -0.011
Si 53.022 4.026 9.614 -0.018 0.014 -0.008
Si 50.261 6.777 9.586 0.006 0.007 0.013
Si 52.996 9.497 9.626 -0.019 -0.001 0.004
Si 50.252 12.214 9.602 0.004 -0.004 0.01
Si 52.994 14.936 9.629 -0.008 -0.017 0.002
Si 55.753 1.371 9.624 0.009 -0.001 0.008
Si 58.504 4.069 9.619 -0.019 -0.019 -0.007
Si 55.76 6.801 9.672 0.018 0.007 0.011
Si 58.473 9.514 9.651 -0.01 -0.021 0.003
Si 55.742 12.243 9.636 0.009 -0.001 0.003
Si 58.502 14.992 9.626 0.011 0.013 0.007
Si 61.237 1.386 9.606 -0.007 0 0.006
Si 63.96 4.115 9.596 -0.006 0.003 0.009
Si 61.246 6.799 9.633 0.011 0.02 0.002
Si 63.979 9.571 9.61 -0.01 0.007 0.003
Si 61.232 12.273 9.632 -0.016 -0.009 0.007
Si 63.937 15.025 9.607 0.007 0.012 0.009
Si 0.03 0.073 10.95 -0.01 -0.005 0.004
Si 2.752 2.796 10.947 -0.001 -0.006 -0.007
Si 0.044 5.494 10.949 0.003 -0.001 -0.006
Si 2.738 8.232 10.98 -0.019 0.008 0.004
Si 0.039 10.943 10.966 0.001 -0.003 -0.005
Si 2.732 13.684 10.951 0.001 0.015 -0.012
Si 5.455 0.102 10.948 -0.018 0.011 -0.007
Si 8.164 2.797 10.974 0.004 0.002 0.006
Si 5.45 5.523 10.973 0.004 0.005 -0.004
Si 8.146 8.234 10.989 0.009 0.01 0.009
Si 5.434 10.965 10.985 0.01 0.003 -0.003
Si 8.163 13.695 10.967 0.007 -0.007 0.001
Si 10.906 0.081 10.952 0.011 -0.01 0.002
Si 13.632 2.801 10.915 0.01 0.02 0.001
Si 10.904 5.512 10.954 0.007 -0.003 0.001
Si 13.64 8.263 10.93 -0.011 0.009 0.003
Si 10.889 10.983 10.95 -0.001 0.007 -0.007
Si 13.646 13.703 10.904 -0.004 0.001 -0.004
Si 16.384 0.096 10.858 -0.013 0 0.008
Si 19.099 2.796 10.792 0.01 -0.005 0
Si 16.382 5.524 10.875 -0.01 0.011 0.002
Si 19.081 8.242 10.836 -0.011 -0.005 0.017
Si 16.373 10.964 10.866 0.022 -0.002 0.003
Si 19.086 13.674 10.808 -0.028 0.014 -0.002
Si 21.795 0.036 10.759 0.004 -0.01 0.01
Si 24.473 2.68 10.761 0.017 -0.013 0.007
Si 21.771 5.484 10.782 -0.008 0.02 0.011
Si 24.465 8.143 10.751 0.025 0.002 0.004
Si 21.779 10.914 10.779 0.011 0.006 0.011
Si 24.481 13.621 10.724 -0.013 0.005 0.007
Si 27.183 -0.037 10.728 -0.007 -0.005 0.011
Si 29.902 2.667 10.72 -0.009 -0.003 0
Si 27.19 5.386 10.74 0.014 -0.018 0.004
Si 29.922 8.108 10.736 -0.001 0.009 0
Si 27.191 10.872 10.716 -0.013 0.005 0.006
Si 29.902 13.553 10.718 0.007 -0.005 -0.002
Si 32.61 -0.054 10.706 -0.009 0.005 -0.006
Si 35.348 2.672 10.749 0.001 -0.014 -0.007
Si 32.646 5.392 10.742 -0.004 0.001 -0.005
Si 35.358 8.123 10.734 -0.002 -0.004 0
Si 32.657 10.842 10.726 0.016 0.004 -0.001
Si 35.349 13.566 10.744 -0.007 0.003 0.007
Si 38.048 -0.05 10.782 0.005 0.009 -0.004
Si 40.754 2.664 10.79 0.004 0.008 -0.007
Si 38.062 5.414 10.742 -0.009 -0.012 0
Si 40.759 8.14 10.785 -0.012 0.015 0.002
Si 38.058 10.844 10.761 -0.007 -0.003 0.007
Si 40.754 13.55 10.806 0.014 -0.015 0.005
Si 43.446 -0.054 10.821 0.004 0 -0.006
Si 46.174 2.694 10.867 -0.002 0.007 0
Si 43.475 5.403 10.839 -0.01 -0.006 0.008
Si 46.16 8.122 10.879 0.004 -0.009 0.005
Si 43.44 10.854 10.83 -0.001 -0.002 -0.004
Si 46.15 13.562 10.854 0.007 0 -0.005
Si 48.88 -0.028 10.912 -0.001 0.013 0.007
Si 51.618 2.671 10.927 0.02 -0.016 -0.01
Si 48.882 5.417 10.918 -0.007 -0.004 0
Si 51.614 8.135 10.952 0 -0.014 0.001
Si 48.864 10.84 10.912 0.003 -0.014 0.001
Si 51.614 13.578 10.955 -0.002 0.013 0
Si 54.373 -0.009 10.952 -0.008 -0.009 -0.005
Si 57.118 2.727 10.969 -0.011 0.007 -0.001
Si 54.367 5.414 10.971 0.013 0.006 0.002
Si 57.127 8.149 11.013 -0.004 -0.004 0.011
Si 54.365 10.871 10.968 -0.001 0.004 -0.002
Si 57.121 13.615 10.962 0.01 0.002 -0.006
Si 59.871 0.027 10.97 0.001 -0.004 -0.002
Si 62.599 2.754 10.963 0.003 -0.013 -0.003
Si 59.868 5.434 10.973 0.015 -0.005 -0.008
Si 62.61 8.189 10.953 0.002 -0.013 -0.006
Si 59.856 10.89 10.964 -0.017 0.009 -0.013
Si 62.593 13.644 10.969 0.002 -0.011 -0.004
Si 1.392 15.041 12.318 -0.007 -0.004 0
Si 4.114 1.454 12.328 0.015 0.008 0.002
Si 1.407 4.144 12.322 0.019 -0.019 0.005
Si 4.104 6.876 12.343 0.008 -0.011 -0.001
Si 1.388 9.593 12.34 -0.007 0.022 0.008
Si 4.082 12.331 12.336 -0.011 -0.012 0.001
Si 6.807 15.063 12.327 0.002 -0.002 0
Si 9.549 1.455 12.315 -0.008 0.005 0.001
Si 6.826 4.179 12.331 0.009 -0.002 -0.002
Si 9.543 6.881 12.314 0.002 0.003 -0.005
Si 6.801 9.609 12.343 -0.013 0.002 0.003
Si 9.534 12.337 12.319 0.01 0.008 0.004
Si 12.288 15.049 12.284 0.005 -0.009 0.01
Si 15.021 1.449 12.238 -0.01 -0.019 -0.002
Si 12.282 4.164 12.293 -0.002 -0.009 -0.001
Si 15.015 6.882 12.251 0.006 0.002 0.004
Si 12.264 9.615 12.29 0.009 -0.005 0.007
Si 15.011 12.323 12.237 0.005 -0.01 -0.004
Si 17.738 15.032 12.19 0.006 -0.009 -0.002
Si 20.451 1.411 12.139 0.004 -0.009 -0.011
Si 17.752 4.146 12.197 -0.002 -0.003 -0.009
Si 20.436 6.847 12.171 -0.003 0.004 -0.002
Si 17.722 9.588 12.217 -0.022 -0.005 0.002
Si 20.432 12.278 12.156 0.003 -0.005 -0.009
Si 23.143 14.98 12.112 0.005 0.006 -0.011
Si 25.84 1.325 12.109 -0.004 -0.003 0.006
Si 23.136 4.084 12.11 0.004 -0.001 -0.014
Si 25.834 6.764 12.093 -0.004 -0.003 -0.004
Si 23.131 9.52 12.126 -0.007 -0.009 -0.008
Si 25.834 12.235 12.077 0.009 0.012 -0.003
Si 28.549 14.922 12.077 -0.003 -0.007 0.003
Si 31.263 1.308 12.074 -0.009 -0.018 0.002
Si 28.551 4.033 12.089 -0.009 0.017 0.001
Si 31.283 6.756 12.095 0.003 -0.005 0.012
Si 28.551 9.484 12.062 0.008 0.003 -0.005
Si 31.274 12.193 12.07 0 -0.009 -0.005
Si 33.97 14.917 12.081 0.002 0.003 -0.001
Si 36.701 1.324 12.134 0.002 -0.003 0.007
Si 33.998 4.035 12.11 0.008 0 0.013
Si 36.707 6.772 12.11 -0.01 0.017 0.002
Si 34.01 9.492 12.094 -0.002 0.004 -0.003
Si 36.706 12.211 12.12 0.002 0.009 -0.004
Si 39.399 14.914 12.171 -0.019 0.012 0.007
Si 42.092 1.305 12.186 -0.003 0.006 0.005
Si 39.401 4.051 12.128 0.002 -0.001 -0.006
Si 42.103 6.782 12.169 0.013 -0.011 -0.007
Si 39.401 9.494 12.148 0.007 -0.003 -0.003
Si 42.085 12.2 12.208 -0.002 0.003 0.009
Si 44.785 14.914 12.214 0.005 0.006 0.005
Si 47.518 1.343 12.248 0.021 0.009 0.006
Si 44.809 4.045 12.229 0.012 -0.008 -0.001
Si 47.504 6.774 12.267 0.005 0.003 0.006
Si 44.784 9.497 12.219 -0.012 0.003 0
Si 47.497 12.213 12.249 -0.004 -0.001 0
Si 50.243 14.944 12.285 0.005 -0.02 0.001
Si 52.988 1.336 12.299 -0.001 -0.004 0.002
Si 50.245 4.046 12.262 0 0.014 -0.003
Si 52.979 6.775 12.298 -0.018 0.007 0.005
Si 50.224 9.492 12.283 0.008 0.012 -0.004
Si 52.987 12.23 12.303 -0.01 0.001 -0.004
Si 55.733 14.957 12.304 -0.007 0.014 0.007
Si 58.486 1.372 12.312 -0.005 0.002 -0.006
Si 55.744 4.064 12.323 0.014 -0.004 -0.005
Si 58.494 6.771 12.34 -0.002 0.004 -0.002
Si 55.733 9.509 12.322 0.015 -0.016 0.003
Si 58.487 12.245 12.305 0.01 -0.007 0.001
Si 61.228 14.986 12.325 -0.008 0.009 0.006
Si 63.959 1.409 12.331 -0.008 0.004 0.014
Si 61.235 4.099 12.335 -0.018 0.003 -0.004
Si 63.965 6.844 12.323 -0.004 0.017 0.005
Si 61.221 9.518 12.306 0.011 -0.005 -0.006
Si 63.952 12.281 12.322 -0.005 -0.006 0.004
Si 2.759 0.079 13.686 0.001 -0.007 -0.006
Si 5.47 2.826 13.689 -0.002 0.013 -0.006
Si 2.77 5.494 13.703 -0.016 0.004 0.002
Si 5.457 8.245 13.708 0.004 0.006 0.003
Si 2.743 10.954 13.704 0.006 -0.002 0.004
Si 5.451 13.691 13.693 -0.012 -0.006 -0.008
Si 8.176 0.117 13.678 0.017 -0.004 -0.008
Si 10.913 2.832 13.662 0.006 0.008 0.008
Si 8.196 5.536 13.694 0.001 -0.004 -0.003
Si 10.904 8.253 13.658 -0.013 -0.011 -0.003
Si 8.175 10.972 13.687 0.006 -0.013 0
Si 10.921 13.699 13.645 0.004 -0.004 0.008
Si 13.653 0.114 13.611 0.017 0.008 0.003
Si 16.39 2.814 13.58 -0.006 0.01 0.005
Si 13.646 5.542 13.63 -0.006 0.004 0.001
Si 16.378 8.234 13.603 -0.003 0.006 0.001
Si 13.654 10.97 13.618 -0.011 0.013 0.007
Si 16.381 13.692 13.573 -0.004 0.013 -0.001
Si 19.1 0.073 13.532 -0.013 -0.007 0.006
Si 21.799 2.755 13.516 -0.007 0.002 0.004
Si 19.101 5.499 13.567 0.006 0.022 0.005
Si 21.804 8.175 13.536 0.005 -0.002 0.011
Si 19.095 10.934 13.563 -0.014 -0.001 0.012
Si 21.804 13.628 13.496 0.004 0.007 0.003
Si 24.486 -0.001 13.492 0.001 -0.024 0.013
Si 27.194 2.688 13.46 -0.005 -0.011 -0.001
Si 24.499 5.412 13.483 -0.006 -0.003 0.003
Si 27.205 8.123 13.433 0 0.014 0.006
Si 24.503 10.872 13.467 0.006 0.005 0.005
Si 27.192 13.577 13.443 0.005 -0.001 0.006
Si 29.905 -0.04 13.438 0 0.012 -0.002
Si 32.622 2.665 13.44 -0.016 -0.001 -0.007
Si 29.91 5.394 13.436 -0.012 -0.009 -0.001
Si 32.643 8.133 13.437 0.021 0.015 0.001
Si 29.918 10.826 13.418 0.003 -0.005 0
Si 32.618 13.556 13.442 -0.001 0.002 0.001
Si 35.331 -0.061 13.454 -0.014 0.004 -0.008
Si 38.061 2.69 13.503 -0.004 0.009 0.004
Si 35.361 5.402 13.468 0.003 -0.001 -0.003
Si 38.037 8.14 13.498 0.002 -0.009 -0.001
Si 35.347 10.854 13.476 0.02 0.002 -0.009
Si 38.049 13.54 13.53 0 -0.01 0.003
Si 40.745 -0.054 13.569 0.02 0.004 0.003
Si 43.442 2.666 13.561 0.004 0.004 -0.005
Si 40.734 5.42 13.511 -0.001 -0.008 -0.01
Si 43.421 8.134 13.58 -0.011 0.002 -0.001
Si 40.727 10.83 13.566 -0.021 -0.014 0.007
Si 43.428 13.559 13.593 0.005 -0.003 -0.004
Si 46.142 -0.034 13.571 0.001 0.006 -0.012
Si 48.871 2.702 13.621 0.008 -0.007 -0.001
Si 46.131 5.419 13.621 0.009 0.003 0.004
Si 48.849 8.139 13.639 -0.002 -0.014 0.008
Si 46.117 10.864 13.607 0.012 -0.005 -0.004
Si 48.871 13.571 13.611 0.009 0.021 0.001
Si 51.614 -0.018 13.648 -0.002 0.003 0.001
Si 54.359 2.698 13.652 0 0.017 -0.008
Si 51.596 5.412 13.624 0.005 -0.02 -0.004
Si 54.354 8.134 13.647 -0.001 0.006 0.002
Si 51.601 10.86 13.616 0.005 0.008 -0.005
Si 54.353 13.598 13.651 0.002 -0.015 0.004
Si 57.104 0.003 13.638 0.01 0.005 0.001
Si 59.846 2.734 13.666 0.003 0 -0.009
Si 57.115 5.405 13.683 -0.007 -0.008 -0.002
Si 59.867 8.141 13.668 -0.002 -0.019 -0.012
Si 57.112 10.879 13.647 0.004 0.016 -0.006
Si 59.862 13.595 13.652 -0.006 0 0
Si 62.594 0.028 13.673 0 -0.023 -0.001
Si 0.054 2.774 13.681 0 0.004 -0.01
Si 62.601 5.478 13.681 0.008 0.006 -0.013
Si 0.033 8.216 13.69 0.01 -0.003 -0.002
Si 62.588 10.885 13.645 -0.021 -0.005 -0.013
Si 0.046 13.651 13.661 0.004 0.002 -0.009
Si 1.417 1.434 15.063 -0.018 0.011 0.014
Si 4.143 4.162 15.097 0.035 -0.015 0.011
Si 1.414 6.866 15.036 0.013 -0.011 0.001
Si 4.099 9.599 15.073 -0.001 0.01 -0.006
Si 1.38 12.307 15.058 -0.005 -0.004 -0.003
Si 4.101 15.045 15.071 0.013 -0.011 0.006
Si 6.838 1.5 15.057 0.003 0.005 0.003
Si 9.578 4.199 15.054 0.008 -0.001 0.005
Si 6.84 6.898 15.059 -0.001 0.006 -0.007
Si 9.539 9.601 15.035 0.006 0.002 0.004
Si 6.815 12.332 15.054 -0.001 0 0.001
Si 9.568 15.081 14.994 -0.003 -0.001 -0.004
Si 12.297 1.478 14.987 0.002 -0.016 -0.001
Si 15.039 4.185 14.954 0.007 -0.001 -0.003
Si 12.27 6.893 15.009 0.003 0.007 -0.005
Si 15.004 9.582 14.968 0.029 -0.026 -0.002
Si 12.297 12.334 14.981 0 -0.013 0.012
Si 15.04 15.082 14.935 -0.029 -0.006 -0.001
Si 17.76 1.443 14.918 0.006 -0.011 -0.005
Si 20.465 4.118 14.909 -0.005 0.008 -0.013
Si 17.755 6.869 14.943 -0.019 -0.012 -0.008
Si 20.456 9.541 14.911 -0.001 -0.003 -0.002
Si 17.739 12.316 14.916 -0.014 0.002 0.004
Si 20.469 15.013 14.86 0.004 -0.008 -0.015
Si 23.157 1.385 14.871 0.003 0.009 -0.006
Si 25.848 4.039 14.846 0.006 -0.01 -0.003
Si 23.156 6.763 14.868 0.017 -0.001 -0.002
Si 25.86 9.477 14.805 -0.009 -0.001 0
Si 23.157 12.24 14.837 -0.012 0.005 -0.007
Si 25.847 14.941 14.819 -0.001 0 0
Si 28.56 1.331 14.801 -0.006 -0.012 -0.012
Si 31.257 4.028 14.787 -0.001 0.002 0.001
Si 28.557 6.757 14.797 0.004 -0.006 0.003
Si 31.269 9.476 14.795 -0.007 -0.003 0.007
Si 28.551 12.179 14.761 0.001 -0.002 -0.007
Si 31.255 14.913 14.792 -0.009 0.01 -0.005
Si 33.982 1.304 14.797 0.001 -0.021 -0.002
Si 36.727 4.073 14.858 0.004 -0.004 0.006
Si 34.001 6.783 14.796 -0.006 0.01 0.005
Si 36.705 9.522 14.862 -0.016 0.015 -0.002
Si 33.963 12.199 14.822 0.018 -0.002 -0.005
Si 36.655 14.895 14.849 0.002 -0.004 -0.011
Si 39.394 1.336 14.908 -0.018 0.024 0.013
Si 42.081 4.06 14.876 -0.017 0.011 -0.01
Si 39.378 6.788 14.877 0.006 0.002 -0.008
Si 42.052 9.468 14.963 0.022 -0.015 -0.013
Si 39.382 12.184 14.943 0.005 -0.006 0.004
Si 42.077 14.901 14.98 -0.018 0.006 0.014
Si 44.779 1.296 14.948 0.029 -0.005 0.014
Si 47.491 4.055 14.973 0.008 -0.005 -0.004
Si 44.76 6.791 14.978 -0.005 -0.007 -0.003
Si 47.47 9.517 14.979 -0.006 0.01 0
Si 44.755 12.208 14.996 -0.01 0.004 0.005
Si 47.495 14.938 14.94 0.011 -0.009 -0.003
Si 50.231 1.344 14.984 0.012 0.013 0.007
Si 52.971 4.065 14.973 -0.007 0.018 -0.005
Si 50.215 6.761 14.976 0.018 0.004 0
Si 52.967 9.507 14.963 -0.014 -0.016 -0.013
Si 50.256 12.229 14.968 0.001 -0.021 0.001
Si 52.995 14.965 15.013 0.001 0 0.011
Si 55.742 1.349 15.005 -0.003 -0.014 0
Si 58.48 4.054 15.058 0.001 -0.018 -0.002
Si 55.71 6.752 14.993 0.004 0.001 0.001
Si 58.481 9.505 14.981 -0.007 -0.001 -0.002
Si 55.72 12.222 14.981 0.009 -0.004 -0.007
Si 58.455 14.938 14.963 0.002 0.006 -0.006
Si 61.205 1.375 15.005 -0.019 0.017 -0.013
Si 63.985 4.141 15.032 0.001 -0.007 0.002
Si 61.22 6.8 15.06 0.007 0.005 0.013
Si 63.924 9.55 15.045 -0.002 0.006 0.004
Si 61.238 12.229 14.997 0.012 -0.021 -0.001
Si 63.976 14.995 15.019 -0.005 0.005 -0.005
Si 0.054 0.035 16.389 -0.02 -0.028 -0.015
Si 2.77 2.799 16.451 0.013 0.005 0.004
Si 0.068 5.515 16.4 0 0.007 -0.015
Si 2.757 8.21 16.426 -0.003 0.008 -0.013
Si 0.004 10.926 16.391 0.01 0.006 0.001
Si 2.741 13.66 16.433 -0.008 0.006 0.001
Si 5.46 0.139 16.393 0.001 -0.014 -0.01
Si 8.215 2.866 16.427 0.005 0.02 0
Si 5.516 5.547 16.453 -0.009 0.013 0.001
Si 8.189 8.251 16.439 -0.011 0.008 -0.001
Si 5.463 10.956 16.434 -0.006 -0.025 -0.004
Si 8.2 13.738 16.345 0.008 -0.009 -0.007
Si 10.922 0.138 16.348 -0.006 0.003 0.004
Si 13.667 2.856 16.321 -0.011 0.012 -0.006
Si 10.925 5.573 16.434 -0.015 0.004 -0.005
Si 13.636 8.24 16.362 -0.025 0.004 0.015
Si 10.933 10.968 16.343 0.007 0.008 0.008
Si 13.667 13.742 16.28 0.026 0.015 -0.003
Si 16.391 0.13 16.302 -0.01 -0.015 0
Si 19.12 2.781 16.295 -0.017 -0.006 0.007
Si 16.399 5.536 16.323 -0.007 0.002 0.006
Si 19.138 8.181 16.321 -0.019 -0.007 0.013
Si 16.391 10.945 16.28 -0.027 -0.001 0.005
Si 19.118 13.687 16.24 0.005 0.013 -0.005
Si 21.806 0.043 16.242 -0.024 -0.025 0.001
Si 24.511 2.709 16.269 0 0 0.028
Si 21.838 5.423 16.3 -0.009 -0.002 0.015
Si 24.544 8.101 16.192 0.011 0.003 -0.003
Si 21.829 10.898 16.243 0.022 0.001 0.004
Si 24.518 13.581 16.196 0.005 0.011 -0.002
Si 27.196 -0.007 16.16 0.009 0.027 -0.002
Si 29.913 2.676 16.172 -0.011 0.005 0.011
Si 27.229 5.386 16.178 -0.002 0.003 0.003
Si 29.927 8.101 16.152 0.006 0.01 0.007
Si 27.232 10.821 16.149 0.016 0.004 -0.002
Si 29.879 13.54 16.118 -0.014 -0.003 -0.003
Si 32.623 -0.06 16.15 0.008 -0.014 0.009
Si 35.347 2.675 16.134 0.019 0.017 -0.014
Si 32.608 5.421 16.099 0.002 -0.005 -0.021
Si 35.347 8.148 16.172 0.026 -0.013 -0.011
Si 32.595 10.847 16.171 -0.017 -0.011 0.011
Si 35.301 13.531 16.227 -0.01 0.01 0.002
Si 38.005 -0.067 16.203 0.007 -0.012 -0.004
Si 40.763 2.721 16.27 0.019 0.008 -0.015
Si 38.065 5.442 16.27 -0.032 -0.011 -0.006
Si 40.659 8.127 16.329 -0.027 -0.001 0.018
Si 38.012 10.85 16.327 0.034 -0.002 0.013
Si 40.737 13.503 16.352 -0.001 -0.01 -0.014
Si 43.448 -0.067 16.351 -0.005 -0.016 0.011
Si 46.107 2.686 16.304 -0.004 0.019 -0.005
Si 43.355 5.426 16.3 0.024 0.006 0.003
Si 46.094 8.174 16.357 -0.012 0.008 0.003
Si 43.381 10.821 16.353 -0.033 -0.017 0.009
Si 46.137 13.598 16.316 0 0 -0.007
Si 48.836 -0.018 16.309 0.003 0.004 -0.011
Si 51.612 2.711 16.322 0.001 -0.007 -0.006
Si 48.839 5.417 16.344 -0.002 -0.015 0.009
Si 51.606 8.129 16.29 0.005 -0.002 0.001
Si 48.865 10.883 16.3 0.013 0.014 0.005
Si 51.617 13.594 16.339 0.007 -0.003 0.003
Si 54.392 -0.004 16.371 -0.014 0.008 0
Si 57.1 2.676 16.4 0.009 0.019 0.028
Si 54.327 5.4 16.354 -0.011 -0.02 0.003
Si 57.088 8.13 16.291 0.01 0.009 -0.006
Si 54.333 10.865 16.313 0.009 0.017 -0.009
Si 57.088 13.583 16.317 0.001 -0.002 0.004
Si 59.822 -0.034 16.297 0.005 0.003 0
Si 62.602 2.744 16.316 -0.012 -0.011 -0.012
Si 59.856 5.411 16.41 0.009 0.006 0.012
Si 62.572 8.178 16.42 -0.029 0.005 -0.004
Si 59.864 10.854 16.327 0.027 0.001 -0.001
Si 62.641 13.574 16.331 -0.021 -0.012 -0.017
O 3.756 6.355 1.675 0.332 0.253 0.125
O 3.945 8.624 0.329 -0.228 0.437 0.042
O 5.934 14.553 1.556 -0.481 0.156 -0.285
O 8.377 10.999 1.647 -0.176 -0.34 -0.369
O 11.7 14.302 1.894 0.22 0.262 -0.005
O 13.1 15.545 0.112 -0.151 0.125 -0.672
O 16.064 14.082 32.955 0.439 -0.304 -0.491
O 18.408 3.792 1.338 0.13 -0.313 0.334
O 18.106 9.862 1.552 0.204 -0.303 -0.31
O 19.638 11.787 1.248 0.348 0.2 0.004
O 18.156 11.39 32.339 -0.493 0.234 -0.619
O 21.629 14.155 0.902 -0.338 0.092 -0.287
O 25.843 1.524 0.448 -0.75 0.069 0.102
O 21.872 3.003 1.059 0.281 -0.038 0.065
O 21.673 5.795 32.775 0.114 -0.037 -0.482
O 24.809 5.667 1.137 0.279 -0.48 0.027
O 21.71 8.323 1.048 -0.441 0.018 -0.133
O 24.089 9.385 1.102 0.291 -0.251 -0.131
O 27.521 8.389 1.467 -0.118 -0.37 -0.39
O 36.884 6.969 2.168 -0.246 -0.166 -0.521
O 42.796 13.016 1.406 0.101 0.338 -0.115
O 44.592 14.764 2.325 0.196 -0.101 -0.431
O 45.684 0.124 0.865 -0.301 0.49 -0.092
O 45.832 -1.526 32.73 0.018 -0.094 -0.536
O 48.23 1.558 1.642 -0.634 -0.287 0.001
O 45.996 4.601 1.453 0.293 -0.012 -0.362
O 49.823 3.559 1.977 0.394 -0.064 -0.148
O 51.564 11.733 0.319 -0.01 0.126 0.456
O 60.817 14.309 0.501 0.408 -0.214 0.175
O 60.903 3.207 1.614 0.292 -0.195 -0.317
O 24.726 10.175 3.542 -0.456 0.25 0.423
O 23.392 11.76 2.205 -0.456 0.335 -0.252
O 46.987 15.697 3.031 0.373 -0.006 -0.267
O 42.91 9.964 21.809 -0.183 0.064 0.302
O 0.543 -0.473 22.866 0.438 -0.067 -0.086
O 63.85 1.365 22.328 0.027 0.023 0.329
O -0.989 12.034 22.887 0.03 -0.213 0.271
O 1.599 13.709 24.219 -0.108 -0.075 0.276
O 10.245 6.311 22.951 -0.255 -0.201 -0.063
O 32.158 -0.96 24.161 0.156 -0.603 0.152
O 34.075 14.296 22.577 -0.075 -0.098 0.03
O 36.154 12.471 22.082 -0.1 0.013 0.47
O 38.49 9.98 24.654 -0.087 -0.378 0.51
O 41.888 12.785 22.425 0.286 -0.102 -0.326
O 43.093 11.841 24.71 0.188 0.231 0.003
O 44.844 10.341 23.578 0.451 0.109 0.115
O 58.227 1.737 22.487 0.175 -0.419 -0.4
O 56.47 3.644 22.431 0.24 0.31 0.008
O 59.483 0.96 24.567 0.367 0.048 0.727
O 59.045 5.969 22.528 -0.204 -0.18 0.374
O 62.93 7.47 22.976 -0.39 0.236 0.393
O 7.218 7.319 32.637 -0.023 0.146 0.121
O 0.944 -0.441 25.459 -0.217 -0.059 0.724
O 4.949 3.67 26.343 -0.309 0.517 -0.117
O 4.317 2.468 24.187 -0.104 0.564 -0.112
O -0.396 2.574 25.844 0.027 0.009 -0.18
O -1.354 12.572 27.249 0.543 0.299 0.034
O 6.333 7.002 25.141 -0.05 -0.407 -0.033
O 2.358 11.164 24.127 -0.103 -0.088 0.494
O 6.119 14.667 24.078 -0.422 0.156 -0.137
O 9.997 1.499 24.597 0.012 0.37 0.188
O 8.01 5.195 24.341 0.191 0.123 -0.023
O 6.772 3.008 24.517 0.096 -0.335 0.005
O 14.493 4.842 24.058 0.544 -0.351 -0.093
O 8.921 7.588 24.812 0.031 0.29 0.215
O 5.402 9.062 23.773 -0.198 0.224 0.079
O 6.49 7.973 27.917 -0.082 -0.216 -0.161
O 16.761 4.045 27.247 0.077 0.409 0.247
O 9.783 -1.021 25.232 -0.827 -0.092 -0.207
O 12.404 3.804 25.034 -0.652 -0.116 0.24
O 11.003 8.687 23.675 -0.034 -0.146 0.475
O 21.811 1.555 26.723 -0.455 -0.054 -0.161
O 23.269 6.822 28.389 -0.032 -0.228 0.714
O 14.406 7.366 24.211 -0.312 0.332 0.357
O 19.207 5.659 23.527 -0.053 0.138 0.401
O 21.04 7.568 23.966 0.275 -0.153 0.169
O 22.264 7.658 26.199 0.122 0.166 -0.073
O 16.559 8.522 23.364 0.154 -0.3 0.31
O 18.566 10.174 24.048 -0.285 -0.076 0.327
O 20.466 12.029 24.23 -0.187 0.206 0.471
O 27.565 -0.342 29.002 0.2 -0.578 -0.124
O 25.314 3.665 28.104 -0.089 0.515 -0.065
O 21.95 2.87 23.61 -0.267 0.192 0.397
O 23.799 4.72 24.453 0.061 -0.02 0.07
O 24.233 10.837 26.491 -0.234 -0.248 -0.688
O 26.036 12.037 24.319 -0.05 -0.458 0.501
O 27.523 14.217 24.084 -0.196 0.126 -0.014
O 24.996 14.311 25.033 0.177 0.186 0.117
O 29.558 -0.37 23.693 -0.038 0.553 0.084
O 31.12 1.384 24.915 -0.174 0.177 -0.509
O 27.63 2.54 23.424 -0.149 0.176 0.659
O 30.118 2.429 27.116 -0.307 -0.114 -0.236
O 29.499 4.291 24.262 -0.318 0.075 -0.093
O 31.33 6.24 24.347 -0.217 0.124 0.186
O 24.78 6.487 26.299 -0.482 0.298 -0.157
O 26.891 8.22 32.948 0.372 -0.422 -0.158
O 31.163 12.146 24.419 -0.275 0.261 0.149
O 34.555 3.521 24.282 -0.448 0.033 0.228
O 37.296 4.309 29.339 -0.514 -0.211 -0.109
O 35.939 10.587 24.933 0.017 -0.152 0.192
O 37.518 12.611 24.46 -0.134 0.115 -0.245
O 38.941 14.817 24.31 0.326 0.227 0.531
O 41.871 0.117 24.596 -0.036 0.188 0.457
O 45.183 6.818 31.142 -0.355 0.337 -0.171
O 30.104 8.362 26.946 0.251 -0.028 -0.44
O 45.463 11.322 25.879 -0.158 0.332 0.366
O 40.619 11.219 24.003 -0.12 0.072 -0.238
O 49.354 -0.265 28.572 0.094 0.199 0.535
O 47.887 11.547 27.031 0.07 -0.295 -0.052
O 42.676 7.288 24.629 0.68 -0.171 -0.09
O 40.989 6.715 29.422 0.241 -0.109 0.175
O 47.52 3.817 25.73 0.17 0.156 0.014
O 52.921 10.552 25.59 0.28 -0.056 -0.076
O 50.445 7.786 28.247 0.131 -0.501 0.129
O 47.625 12.197 24.541 0.076 0.1 0.054
O 49.53 13.358 28.316 0.358 -0.279 0.504
O 54.186 2.702 23.43 -0.077 0.012 0.387
O 54.756 1.351 27.745 0.072 -0.447 -0.38
O 52.453 6.337 24.269 0.308 -0.039 -0.013
O 51.225 9.223 30.282 0.172 -0.083 0.501
O 54.179 8.324 23.587 -0.195 -0.06 0.429
O 47.133 7.125 24.395 -0.111 -0.281 0.511
O 54.601 12.606 25.627 -0.375 -0.236 0.179
O 54.766 14.839 26.889 -0.061 0.513 0.036
O 57.519 5.127 26.472 0.123 -0.131 0.459
O 61.542 3.687 30.227 -0.348 0.006 0.235
O 54.84 1.749 31.96 0.016 -0.229 -0.389
O 61.343 8.481 26.575 0.089 -0.076 -0.145
O 59.56 8.41 23.481 0.049 -0.036 0.159
O 55.731 10.368 24.51 0.315 0.037 0.21
O 58.96 14.616 27.591 -0.06 -0.487 0.115
O 53.372 3.34 28.787 0.314 0.209 -0.316
O 60.554 3.903 27.733 -0.576 -0.236 -0.48
O 57.902 15.155 23.982 -0.469 0.421 0.03
O 1.539 -1.274 29.583 -0.103 0.018 -0.444
O 1.668 1.349 29.213 0.249 -0.182 -0.245
O 63.439 5.217 24.199 0.295 -0.032 0.206
O -0.159 7.275 24.372 0.428 -0.266 -0.008
O 62.872 0.091 29.303 0.214 -0.799 0.078
O 61.373 10.006 24.371 -0.055 0.245 -0.056
O 7.681 0.876 29.327 0.127 0.026 0.153
O 4.676 4.192 31.062 -0.379 0.251 0.256
O 8.473 10.57 25.702 0.124 -0.244 -0.163
O 0.373 6.13 30.561 0.283 0.009 0.022
O 8.337 6.96 29.43 -0.004 0.379 0.206
O 7.17 4.723 30.328 0.118 -0.562 0.102
O 4.445 11.395 30.859 0.003 -0.036 0.458
O 3.369 8.911 30.626 -0.575 0.175 0.653
O 11.537 4.551 27.36 -0.223 0.206 -0.376
O 2.827 6.321 30.275 0.668 -0.261 0.188
O 8.154 6.263 26.87 0.313 -0.466 0.277
O 13.524 5.921 26.223 -0.103 0.344 0.037
O 12.978 9.931 32.14 0.062 -0.132 0.369
O 36.28 2.245 31.878 -0.135 -0.355 -0.378
O 14.134 11.976 24.051 -0.177 0.106 0.284
O 14.718 0.048 30.132 -0.252 -0.109 0.075
O 30.109 4.272 29.033 0.044 0.405 -0.249
O 22.843 -0.808 25.983 -0.024 -0.193 0.56
O 14.374 7.218 33.172 0.303 0.023 -0.457
O 63.078 4.207 27.125 0.518 0.364 0.303
O 17.932 13.773 30.052 -0.31 0.444 0.303
O 16.678 8.84 26.382 0.176 0.278 -0.365
O 14.179 0.683 26.399 0.054 0.488 -0.075
O 15.571 14.934 25.179 -0.219 -0.187 0.329
O 38.313 -0.567 28.172 0.053 0.267 -0.719
O 15.626 2.215 28.787 0.406 -0.394 -0.497
O 38.536 5.311 25.478 0.292 0.706 0.397
O 42.294 1.979 30.328 -0.455 0.308 0.113
O 17.588 3.994 24.742 -0.234 -0.11 0.088
O 18.752 7.926 30.014 0.439 0.262 0.293
O 31.917 13.352 26.633 0.204 0.002 0.275
O 35.892 1.509 25.623 0.109 0.003 0.581
O 22.818 12.9 25.841 -0.617 -0.342 -0.19
O 17.701 13.409 27.479 0.495 0.406 -0.179
O 21.044 3.545 28.238 0.153 -0.043 0.262
O 37.93 13.815 26.59 0.32 -0.495 0.074
O 19.344 4.784 26.558 0.075 0.142 -0.439
O 25.581 1.296 29.12 0.05 -0.076 0.284
O 23.166 2.261 28.93 -0.07 0.052 0.412
O 26.169 4.491 25.671 0.67 -0.263 -0.335
O 28.683 2.037 29.206 -0.236 -0.011 0.334
O 25.054 8.713 27.712 -0.325 0.28 0.333
O 25.444 9.756 31.404 -0.22 -0.119 -0.441
O 58.983 3.374 29.686 0.043 -0.146 -0.028
O 28.443 9.3 24.271 0.192 0.243 0.063
O 19.961 12.182 29.304 -0.291 -0.063 -0.31
O 26.036 9.229 25.338 -0.326 0.266 -0.526
O 26.326 4.015 31.881 0.271 0.063 0.14
O 31.351 12.327 29.053 0.11 0.063 -0.406
O 8.559 13.266 29.067 0.134 -0.014 -0.692
O 34.316 -0.431 26.204 0.196 -0.46 0.04
O 55.133 6.654 28.297 -0.585 -0.442 -0.002
O 27.993 10.372 31.866 0.348 0.243 -0.194
O 5.532 6.701 30.693 -0.245 0.231 -0.189
O 33.762 9.156 24.581 -0.25 -0.348 0.43
O 17.66 8.747 32.246 0.133 -0.291 0.136
O 15.721 7.146 28.155 -0.493 0.405 -0.082
O 29.947 10.213 28.858 -0.539 -0.497 0.413
O 33.52 11.586 25.547 0.167 0.489 0.068
O 56.59 2.389 29.283 -0.083 -0.217 0.529
O 34.083 -0.131 28.733 0.156 0.342 0.433
O 36.452 -1.147 24.887 -0.149 -0.11 -0.33
O 41.96 2.8 27.809 0.649 0.022 -0.322
O 31.671 3.88 25.68 0.462 0.25 -0.328
O 43.144 0.522 28.332 0.6 0.33 -0.126
O 47.354 9.653 25.275 -0.213 -0.01 0.149
O 38.287 13.306 29.099 0.238 -0.136 -0.149
O 35.447 -1.325 30.774 0.163 0.559 0.178
O 40.182 3.399 25.947 0.07 -0.651 -0.167
O 39.73 3.735 28.704 0.232 0.28 0.057
O 46.739 -0.019 28.605 -0.461 0.256 0.296
O 51.329 8.561 25.946 -0.134 -0.026 -0.736
O 45.109 4.58 26.678 -0.318 0.424 -0.302
O 25.906 6.563 28.799 -0.009 -0.592 -0.12
O 16.889 14.56 1.674 0.208 -0.058 0.259
O 41.226 5.306 27.243 -0.009 0.25 -0.298
O 39.758 -0.509 33.148 0.153 -0.124 -0.202
O 16.785 0.736 25.972 -0.293 0.034 0.013
O 23.07 9.275 24.285 0.136 0.124 0.293
O 47.723 1.357 24.442 0.524 -0.037 0.311
O 48.135 1.684 27.183 -0.507 -0.08 -0.475
O 33.435 6.529 30.792 0.064 -0.093 -0.176
O -0.238 0.371 30.75 0.023 -0.252 0.211
O 11.576 6.336 29.281 -0.115 0.284 -0.149
O 4.966 14.099 30.798 0.14 0.118 -0.052
O 58.253 14.423 0.022 -0.055 0.606 -0.235
O 50.888 6.006 26.333 -0.178 -0.358 0.442
O 51.061 12.549 25.386 -0.22 -0.135 0.44
O 40.547 0.772 28.726 -0.008 -0.254 -0.351
O 46.452 -0.362 26.029 0.029 -0.531 -0.295
O 15.516 -0.002 0.197 0.121 0.199 -0.464
O 52.078 1.454 24.396 -0.107 -0.384 0.181
O 38.711 3.082 31.214 0.578 0.013 0.058
O 51.687 14.85 28.592 0.299 -0.208 -0.118
O 52.745 5.659 29.715 -0.028 0.122 -0.377
O 41.306 14.783 31.384 0.036 -0.23 -0.082
O -1.713 11.618 29.639 -0.662 -0.026 0.027
O 57.284 7.479 29.629 0.059 -0.062 0.235
O 52.602 0.936 29.32 -0.143 0.077 0.111
O -0.432 12 31.834 -0.207 0.279 -0.113
O 58.295 3.328 24.664 -0.049 0.386 0.315
O 37.465 11.512 0.023 0.04 0.191 -0.319
O 56.57 14.313 28.74 0.037 -0.501 0.348
O 14.545 10.912 30.422 -0.429 0.106 -0.22
O 38.895 6.444 31.301 0.129 -0.189 -0.157
O 57.744 6.778 24.472 -0.221 -0.329 -0.008
O 10.375 10.949 27.517 0.252 -0.314 0.576
O 63.491 5.238 29.525 -0.32 -0.01 -0.646
O 1.461 8.355 29.051 -0.108 0.076 0.097
O 31.234 10.749 26.604 -0.098 -0.111 -0.088
O 57.05 12.697 24.758 0.485 -0.329 0.461
O 62.458 2.923 25.006 -0.226 -0.61 -0.236
O 3.299 0.174 26.602 -0.114 0.015 0.532
O 62.285 11.415 31.877 -0.078 0.552 -0.042
O 11.567 0.427 26.507 0.169 0.103 -0.127
O 49.825 5.847 31.731 0.073 -0.332 -0.015
O 48.844 7.716 26.23 -0.305 -0.268 0.262
O 0.114 0.078 1.027 -0.042 -0.012 -0.275
O 60.764 1.586 28.827 -0.489 -0.217 0.283
O 59.878 8.147 28.949 0.117 0.094 0.388
O 59.991 0.875 31.518 -0.176 0.469 -0.268
O -0.947 14.326 24.283 -0.321 0.24 0.231
O 5.263 0.246 28.436 -0.298 -0.221 0.209
O 3.73 2.865 28.594 0.138 -0.092 0.237
O 20.711 10.863 32.531 0.353 0.085 0.151
O 24.156 11.889 32.136 0.262 0.323 0.552
O 0.478 8.307 26.63 0.231 -0.237 0.141
O 9.57 4.692 29.229 -0.275 -0.478 -0.35
O -1.135 9.589 31.388 0.577 -0.169 -0.37
O 49.07 10.044 29.201 -0.24 0.151 -0.4
O 39.053 13.643 31.601 0.285 -0.335 0.599
O 6.263 2.715 28.338 0.688 0.367 -0.282
O 5.343 14.743 26.518 -0.003 -0.29 0.518
O 11.622 1.511 31.125 0.278 -0.217 -0.022
O 48.76 12.283 0.285 0.211 0.389 -0.084
O 12.691 1.495 28.603 0.406 0.231 0.021
O 12.428 12.503 28.138 0.602 0.217 -0.019
O 37.413 4.681 32.714 -0.331 0.098 0.017
O 11.976 8.813 30.019 0.146 -0.033 -0.521
O 10.203 9.906 31.555 -0.238 -0.558 -0.293
O 47.673 7.817 0.325 0.104 -0.205 0.074
O 11.941 11.518 30.459 -0.067 0.091 0.033
O 13.537 13.81 30.172 0.276 -0.223 0.609
O 10.829 13.199 26.186 -0.12 0.356 0.487
O 20.718 8.215 32.234 -0.299 -0.05 -0.248
O 20.227 14.78 29.317 0.54 -0.276 -0.254
O 16.015 4.139 0.291 -0.736 0.196 -0.111
O 47.113 13.919 27.565 0.069 -0.15 -0.432
O 4.119 13.054 24.898 0.042 -0.282 0.175
O 12.38 11.17 25.861 -0.12 -0.029 -0.065
O 12.127 6.872 31.827 -0.457 0.138 0.101
O 16.478 6.824 30.665 0.156 -0.528 0.232
O 16.349 11.445 26.261 -0.322 0.111 0.016
O 60.159 14.81 25.181 0.292 -0.562 -0.052
O 18.653 2.376 26.631 0.197 0.289 0.633
O 39.777 10.092 32.643 0.237 0.282 -0.06
O 7.986 11.317 30.759 -0.396 -0.273 0.024
O 19.615 5.594 29.02 0.06 -0.238 0.764
O 16.59 9.35 29.935 0.228 0.142 -0.208
O 58.586 9.184 31.02 0.175 -0.127 -0.153
O 38.833 11.228 30.513 0.3 -0.041 -0.318
O 15.701 10.343 32.714 -0.187 -0.011 -0.06
O 21.193 9.999 30.126 -0.019 -0.539 -0.445
O 36.649 12.665 31.049 -0.185 -0.617 0.082
O 1.672 11.295 33.29 0.036 -0.189 -0.203
O 18.417 0.215 29.751 -0.531 -0.123 -0.199
O 61.212 5.209 25.558 -0.592 0.429 0.056
O 41.375 13.741 24.742 -0.516 -0.019 0.308
O 57.473 10.545 33.044 -0.595 -0.304 -0.211
O 34.519 13.345 32.591 -0.089 -0.021 0.253
O 42.76 1.732 32.89 -0.353 -0.088 -0.13
O 29.502 12.517 32.709 0.558 -0.011 0.107
O 24.183 1.461 25.776 0.008 0.497 -0.277
O 20.517 5.013 0.055 0.267 0.382 0.06
O 26.477 12.804 29.041 0.473 0.099 0.37
O 27.009 15.528 0.656 0.333 -0.062 -0.222
O 52.259 1.794 26.943 -0.283 -0.412 -0.046
O 30.417 -0.881 26.091 -0.44 -0.254 0.375
O 4.66 8.728 26.208 -0.36 0.139 -0.158
O 44.833 3.435 29.032 -0.372 -0.304 -0.233
O 27.86 7.387 25.946 -0.272 -0.498 0.059
O 27.621 5.914 30.702 0.157 0.247 0.136
O 37.458 9.335 31.682 -0.161 0.078 -0.239
O 55.755 4.249 24.806 -0.351 0.422 0.108
O 5.157 10.932 0.76 0.479 0.18 -0.13
O 59.981 10.561 32.733 -0.069 0.525 0.126
O 4.116 -0.271 32.25 0.176 0.255 -0.081
O 30.492 14.533 31.137 0.352 -0.248 0.443
O 34.54 0.254 23.719 0.347 0.197 -0.276
O 31.315 1.35 32.724 -0.053 -0.575 0.073
O 29.898 5.768 26.44 -0.1 -0.142 0.598
O 42.814 14.405 29.343 -0.212 -0.484 -0.159
O 29.015 3.841 31.339 -0.149 -0.346 0.171
O 20.817 0.997 29.005 0.126 -0.058 0.615
O 47.519 0.531 32.688 -0.127 -0.072 -0.161
O 25.111 -1.245 29.235 -0.337 0.396 0.056
O 50.929 3.76 29.746 0.041 0.036 0.197
O 56.054 11.229 29.591 0.541 0.11 0.268
O 39.578 8.727 30.28 0.404 0.31 -0.245
O 8.327 2.547 1.127 -0.118 -0.046 -0.087
O 51.73 14.283 0.464 0.525 0.036 -0.171
O 15.296 4.824 29.274 -0.287 -0.178 0.52
O 30.795 14.879 28.579 -0.041 -0.306 0.176
O 49.448 5.951 0.874 0.159 0.075 -0.248
O 50.036 2.605 25.7 -0.149 -0.103 -0.616
O 40.898 5.41 24.211 0.06 -0.199 0.278
O 58.56 4.129 0.379 -0.155 0.121 0.338
O 2.543 3.099 0.838 0.143 -0.052 -0.501
O 28.175 5.308 33.283 -0.112 0.46 0.298
O 44.818 2.024 31.249 0.398 -0.425 0.513
O 22.927 9.523 31.989 0.227 -0.257 -0.315
O 4.969 9.849 28.79 -0.169 0.568 -0.371
O 54.333 12.843 28.632 -0.519 -0.18 -0.509
O 4.62 7.421 33.008 -0.064 -0.1 0.142
O 46.042 5.709 28.94 0.078 0.172 -0.28
O 6.719 -0.379 31.679 -0.225 0.215 -0.052
O 31.772 0.356 30.31 0.146 -0.088 -0.498
O 47.331 10.028 31.157 -0.185 -0.283 -0.155
O 29.042 12.501 30.269 -0.218 -0.058 0.202
O 49.212 8.55 23.755 -0.123 -0.212 -0.169
O 49.942 0.57 31.623 0.067 -0.456 -0.537
O 52.28 1.403 32.456 -0.142 0.143 0.135
O 11.611 9.071 0.302 0.218 0.398 -0.452
O 8.092 10.251 33.19 -0.189 -0.626 0.01
O -0.171 10.255 28.134 0.231 -0.119 0.083
O 32.122 7.282 32.993 -0.017 0.21 -0.26
O 11.906 3.707 29.77 0.623 0.044 0.216
O 44.744 14.846 27.697 0.05 -0.528 0.095
O 1.568 3.257 27.304 -0.153 0.424 0.125
O 9.221 0.773 31.972 -0.463 0.465 -0.301
O 33.641 13.677 29.358 -0.258 -0.028 -0.032
O 52.089 -0.877 31.119 -0.122 -0.507 0.047
O 62.665 1.307 31.626 0.026 0.214 0.028
O 57.359 0.694 31.882 -0.273 0.219 -0.259
O 55.053 10.69 0.852 -0.337 -0.348 -0.087
O 57.949 9.792 28.522 0.633 0.167 -0.538
O 42.358 14.942 26.742 -0.432 -0.034 0.097
O 49.204 2.592 33.18 0.362 0.159 -0.065
O 56.843 4.983 29.348 0.259 0.037 -0.44
O 52.484 9.257 0.142 0.225 0.135 0.401
O 61.28 13.326 27.05 -0.217 -0.119 0.536
O 56.774 2.609 26.646 -0.034 -0.135 -0.11
O -1.489 3.981 31.786 0.066 -0.105 -0.043
O 13.465 1.782 0.014 0.367 0.188 -0.099
O 2.347 15.152 0.283 0.154 0.243 -0.288
O 36.266 6.192 24.593 -0.309 0.393 0.376
O 62.529 8.183 1.091 -0.112 0.02 -0.675
O 34.511 8.628 29.505 -0.032 0.262 -0.25
O 27.992 14.511 31.847 -0.345 -0.303 0.05
O 59.06 -1.28 32.591 -0.181 -0.256 -0.26
O 28.996 13.743 0.231 -0.368 0.006 -0.079
O 52.483 6.812 31.952 0.07 0.28 0.497
O 15.669 14.354 28.803 -0.057 0.257 -0.51
O 52.483 9.722 28.025 0.078 0.359 0.063
O 60.741 9.886 0.192 -0.275 -0.419 -0.363
O 10.989 13.8 30.001 -0.078 0.115 0.497
O 64.438 6.474 0.472 -0.09 -0.194 -0.441
O 5.231 2.822 33.162 0.033 0.503 -0.141
O 3.296 13.038 29.168 -0.001 0.083 -0.58
O 3.856 7.583 28.339 -0.326 -0.5 -0.432
O 9.674 -0.677 28.929 0.333 -0.147 -0.051
O 52.273 3.937 25.41 0.612 0.064 -0.005
O 8.071 0.148 23.44 -0.149 0.232 0.336
O 5.654 14.219 33.262 0 0.181 -0.043
O 10.192 0.737 0.455 0.07 -0.318 -0.079
O 55.379 9.299 28.093 -0.36 0.062 -0.013
O 26.893 13.257 26.464 0.357 0.503 0.14
O 13.689 12.988 0.747 0.102 -0.133 -0.395
O 19.882 13.285 31.674 0.384 0.462 0.367
O 42.245 7.715 27.257 0.205 0.417 0.284
O 7.826 10.903 28.19 -0.259 -0.142 -0.127
O 8.291 13.559 0.952 0.015 -0.082 0.093
O 51.787 11.199 32.84 0.289 0.091 -0.137
O 61.431 6.326 27.909 0.169 0.138 0.268
O 16.191 6.303 25.766 0.102 -0.313 -0.25
O 36.584 5.598 27.166 -0.447 0.12 0.183
O 16.084 4.03 32.801 0.273 0.506 -0.435
O 12.403 4.194 0.013 0.103 0.176 -0.36
O 17.45 1.827 0.093 -0.216 -0.078 -0.36
O -1.427 2.532 29.691 0.315 0.008 -0.623
O 62.073 10.871 26.743 -0.243 0.082 0.373
O 43.417 7.326 33.209 -0.324 0.009 -0.23
O 22.075 11.322 27.945 -0.414 -0.233 -0.142
O 45.477 8.779 32.684 -0.577 0.344 0.012
O 14.058 12.325 32.59 -0.714 -0.073 -0.107
O 17.674 13.189 24.923 0.647 -0.041 -0.027
O 47.629 12.154 29.575 -0.385 0.149 0.21
O 58.564 6.81 0.152 0.002 0.072 -0.258
O 1.697 7.114 0.256 -0.004 0.64 0.181
O 12.129 14.57 24.276 0.436 -0.061 0.062
O 19.003 11.413 26.312 0.317 0.02 0.297
O 15.76 11.053 1.198 0.187 0.275 -0.188
O 14.961 10.065 27.982 -0.401 -0.151 0.015
O 45.496 2.156 25.549 -0.411 -0.043 0.392
O 34.557 9.696 27.058 0.285 -0.37 0.255
O 60.816 5.487 0.251 0.259 0.716 0.043
O 38.37 6.721 28.824 0.011 0.119 -0.374
O 20.706 7.824 28.272 0.138 0.729 -0.074
O 36.42 4.309 0.339 0.568 0.125 0.553
O 63.673 9.261 25.37 -0.009 0.097 0.18
O 61.235 -0.444 27.292 0.374 0.162 -0.375
O 62.947 4 0.091 0.105 0.144 -0.082
O 53.541 8.21 29.978 0.331 -0.021 -0.047
O 25.882 -0.242 26.929 -0.212 -0.584 -0.289
O 6.057 12.479 29.173 -0.089 0.018 -0.483
O 53.282 6.716 0.274 -0.327 -0.499 -0.288
O 23.169 14.235 32.187 -0.235 0.18 -0.243
O 56.545 7.674 26.44 -0.031 0.3 0.032
O 28.151 0.78 31.412 -0.159 0.611 0.236
O 26.476 -0.041 33.196 -0.18 -0.269 0.338
O 51.049 10.502 23.82 -0.173 0.194 -0.14
O 13.972 7.044 30.02 0.198 0.3 0.022
O 61.888 8.846 32.442 -0.345 -0.531 -0.368
O 59.127 7.139 26.718 -0.198 0.233 0.16
O 45.504 0.212 23.71 0.255 0.434 -0.317
O 43.593 5.367 0.812 -0.142 0.224 -0.402
O 14.482 9.786 25.405 -0.119 -0.692 -0.133
O 32.579 0.013 0.723 0.217 0.137 -0.468
O 1.912 4.818 32.271 0.353 -0.402 0.008
O 33.068 4.833 32.82 0.345 -0.006 -0.044
O 56.534 11.301 26.888 0.269 0.236 0.214
O 31.97 5.09 0.594 0.134 -0.146 -0.033
O 50.229 4.825 24.085 -0.419 0.068 -0.123
O 34.991 0.196 33.222 -0.293 -0.1 -0.422
O 32.515 10.701 0.793 -0.149 -0.081 -0.312
O 49.508 11.545 31.388 0.358 0.19 -0.271
O 28.846 12.295 27.8 0.197 -0.044 -0.489
O 35.284 12.843 0.351 -0.287 -0.367 0.064
O 35.804 6.397 29.561 -0.211 0.075 0.162
O 53.425 10.829 30.163 -0.095 -0.003 0.561
O 9.141 5.801 31.649 0.326 -0.084 -0.2
O 27.299 8.39 30.259 0.318 0.416 -0.128
O 8.885 14.61 31.287 0.077 -0.611 0
O 5.673 1.061 25.967 0.48 -0.134 -0.225
O 24.103 12.97 28.064 0.145 -0.049 -0.189
O 19.378 1.562 31.758 0.475 -0.088 -0.245
O 8.976 0.846 26.943 -0.6 0.273 -0.358
O 32.671 1.596 27.022 0.068 0.367 -0.002
O 31.521 2.983 30.755 0.391 0.07 -0.427
O 46.841 14.039 0.509 -0.253 -0.121 0.011
O 41.857 7.055 0.062 0.4 0.05 -0.075
O 55.052 6.361 30.849 0.148 -0.13 0.261
O 40.875 9.018 25.404 -0.147 -0.233 0.318
O 38.11 1.755 29.113 -0.799 -0.038 -0.083
O 43.827 14.657 24.462 0.293 -0.416 0.197
O 36.891 14.278 33.024 0.475 -0.013 -0.074
O 2.952 0.347 23.992 -0.003 -0.583 -0.341
O 43.578 10.61 0.716 -0.185 -0.226 -0.364
O 45.94 4.382 31.242 0.201 -0.057 0.788
O 57.199 3.657 31.493 -0.306 0.022 0.024
O 47.981 8.317 33.141 -0.32 -0.679 -0.218
O 63.454 7.099 31.364 -0.223 -0.311 -0.159
O 5.506 1.744 30.659 0.32 -0.247 0.036
O 23.57 4.161 31.934 -0.172 0.462 -0.178
O 27.932 3.981 27.615 -0.04 0.249 0.073
O 35.999 14.4 28.296 -0.168 -0.229 -0.257
O 19.105 -0.087 27.221 0.245 -0.449 -0.175
O 43.659 13.625 31.792 0.241 -0.53 -0.188
O 49.186 4.064 27.722 0.284 0.221 -0.366
O 31.073 5.527 31.24 -0.207 0.269 0.109
O 53.069 0.924 0.265 -0.072 -0.364 -0.058
O 57.643 1.702 0.533 -0.341 -0.346 -0.09
O 48.927 7.702 30.243 -0.447 0.309 0.231
O 5.82 9.183 31.338 0.599 0.296 0.26
O 1.57 3.921 24.72 0.074 0.251 -0.003
O 57.033 8.652 1.096 0.068 -0.113 -0.634
O 9.001 8.693 27.535 0.633 -0.052 -0.071
O 56.235 12.816 0.104 0.208 -0.252 -0.195
O 0.685 12.621 28.947 -0.039 0.142 -0.117
O 55.792 15.39 0.204 -0.3 0.267 -0.646
O 59.574 0.05 1.425 -0.187 -0.374 0.183
O 6.689 12.555 25.43 0.095 0.106 0.2
O 63.459 1.46 0.113 -0.369 -0.473 -0.452
O 57.257 0.326 27.846 0.078 0.047 -0.314
O 52.588 14.576 25.467 -0.152 0.539 0.268
O 1.83 13.128 31.347 0.465 0.324 0.223
O 54.721 12.789 31.248 0.115 0.514 -0.054
O 53.06 3.65 31.403 0.122 0.272 0.198
O 5.181 5.081 28.631 0.072 0.603 -0.399
O 49.993 16.171 0.616 0.34 0.125 -0.172
O 14.454 2.593 31.055 -0.263 0.172 -0.031
O 39.085 -0.211 30.665 -0.291 0.236 0.199
O 17.867 -0.448 32.377 0.503 -0.119 0.04
O 22.313 12.407 30.362 -0.014 0.247 0.115
O 43.429 5.704 28.518 -0.051 0.193 0.021
O 32.57 12.2 31.305 -0.446 -0.219 -0.072
O 16.552 11.818 29.117 0.428 -0.208 0.177
O 50.196 14.925 26.37 -0.551 0.167 -0.266
O 20.763 9.704 25.458 0.05 -0.038 0.608
O 43.52 -0.179 31.225 0.523 -0.208 0.202
O 62.887 1.537 27.166 0.49 -0.397 0.065
O 3.148 2.088 31.849 -0.434 0.238 -0.022
O 62.607 12.607 24.892 -0.272 -0.355 -0.246
O 32.267 9.022 28.259 0.053 -0.43 -0.001
O 13.695 4.819 32.152 0.051 -0.025 -0.483
O 35.439 7.738 31.826 -0.287 -0.176 0.082
O 58.506 -0.719 30.007 -0.025 -0.323 0.085
O 43.507 9.493 25.772 0.099 -0.08 0.1
O 33.676 11.084 29.133 0.211 0.191 -0.026
O 18.239 7.162 27.471 0.149 0.019 -0.505
O 13.279 -0.962 28.135 -0.391 -0.54 -0.025
O 14.095 3.63 27.189 -0.143 -0.141 -0.313
O 53.861 8.125 26.436 -0.035 -0.442 -0.245
O 26.674 2.101 26.421 0.471 -0.18 -0.044
O 28.504 6.904 28.43 0.249 -0.166 0.06
O 1.656 3.938 29.821 -0.156 -0.036 0.406
O 26.716 10.761 27.388 0.141 -0.175 -0.049
O 9.651 12.19 32.592 0.089 0.55 -0.327
O 54.18 -1.071 29.452 0.237 0.312 0.531
O -0.989 7.717 28.851 -0.319 0.202 0.05
O 24.893 1.976 32.491 0.053 -0.21 -0.056
O 33.699 1.642 31.427 -0.021 0.216 -0.322
O 26.131 0.597 24.332 -0.031 -0.383 -0.014
O 21.157 3.197 32.722 0.054 -0.1 -0.375
O 10.124 1.905 29.027 -0.082 0.472 0.067
O 16.746 1.534 31.1 -0.132 0.135 0.009

Results
total energy: -397822.176 eV
total energy less fixed offsets of O -438.35, Si -107.03 eV per atom: 23.624 eV
